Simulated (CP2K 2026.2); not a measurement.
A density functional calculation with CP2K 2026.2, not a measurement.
Periodic cell of 1896 atoms, Si1352O544, from a study of silicon, its oxide and their interface. The atomic structure is a simulated model.
Doubt: the forces sum to 2.22 eV/angstrom along one axis rather than to zero, so they err by at least 0.0012 eV/angstrom per atom on average; the grid cutoff is modest.

Settings
functional: PBE
method: Gaussian and plane waves
basis set: DZVP-MOLOPT-SR-GTH
pseudopotentials: GTH-PBE
grid cutoff: 300 Ry, relative cutoff 40 Ry
k points: Gamma only
occupations: fixed
spin: none
net charge: 0

Cell vectors (angstrom)
a 16.332 0 0
b 0 65.328 0
c -0.0668 -0.0447 31.8554

Atoms and the computed forces on them: element, x, y, z (angstrom), force x, y, z (eV/angstrom)
Si 0.404 -0.766 0.017 -0.11 0.349 0.58
Si 4.173 4.247 1.141 0.18 -0.099 0.786
Si -0.072 5.653 -0.048 0.175 -0.141 0.705
Si 2.507 8.774 0.228 -0.228 0.228 0.563
Si 0.685 10.399 0.246 0.232 -0.123 0.627
Si 3.932 12.328 -2.662 -0.114 0.096 0.118
Si 1.727 17.61 -2.506 -0.103 0.078 -0.102
Si 3.1 17.558 0.107 0.048 -0.345 0.628
Si -0.349 21.671 -0.513 -0.195 -0.378 0.436
Si 2.725 24.655 0.102 0.14 -0.002 0.605
Si 0.142 26.358 -0.504 -0.382 -0.035 0.449
Si 2.879 29.873 0.184 -0.021 0.14 0.758
Si 1.425 34.239 1.216 0.005 0.016 -0.054
Si 2.481 35.955 -0.119 0.186 -0.328 0.695
Si 0.261 38.197 0.036 -0.203 0.132 0.639
Si 2.257 41.307 -0.159 0.001 -0.383 0.6
Si 0.313 43.87 -0.3 0.234 0.377 0.359
Si 2.796 46.546 -0.088 -0.024 0.151 0.619
Si -0.418 49.707 -0.185 0.294 0.22 0.564
Si 3.619 51.594 -0.324 0.175 0.385 0.542
Si -0.782 55.09 0.214 -0.029 0.139 0.565
Si 1.182 55.815 1.394 -0.03 -0.044 -0.048
Si 0.384 59.68 0.371 -0.111 -0.014 0.681
Si 2.796 62.532 0.533 0.066 0.034 0.43
Si 6.039 -0.505 0.378 0.016 0.004 -0.086
Si 8.055 2.589 -0.257 -0.301 -0.435 0.416
Si 6.527 5.418 -0.373 0.174 0.276 0.495
Si 7.914 9.497 -0.354 -0.07 0.152 0.235
Si 7.187 12.547 1.856 0.061 0.052 -0.089
Si 10.127 14.523 -0.584 0.068 0.437 0.621
Si 5.176 16.25 0.137 -0.211 0.102 0.438
Si 7.819 19.11 -0.002 0.176 -0.068 0.798
Si 5.646 21.397 -0.213 -0.207 0.209 0.702
Si 8.16 24.415 -0.346 0.118 -0.113 0.689
Si 5.052 27.68 -0.128 0.345 -0.21 0.799
Si 7.629 30.409 0.139 -0.011 0.219 0.583
Si 5.901 32.085 0.14 0.229 0.09 0.6
Si 7.727 35.877 -0.059 0.161 -0.17 0.75
Si 5.61 38.211 0.187 -0.223 0.028 0.628
Si 8.366 40.347 0.092 0.317 -0.077 0.514
Si 5.342 44.955 -0.833 0.178 -0.198 0.59
Si 7.096 47.565 -0.92 -0.333 0.616 0.333
Si 5.614 49.198 0.179 0.37 -0.489 0.203
Si 7.974 52.017 0.285 0.158 0.029 0.649
Si 5.823 54.238 0.134 -0.085 0.133 0.695
Si 8.562 56.907 -0.008 -0.104 0.047 0.603
Si 4.864 60.306 0.068 0.158 -0.06 0.713
Si 7.689 63.083 0.232 -0.036 0.11 0.538
Si 11.221 -0.166 0.193 -0.185 0.105 0.748
Si 13.23 3.329 0.199 -0.121 0.224 0.627
Si 11.687 5.2 0.239 0.175 -0.297 0.616
Si 14.139 7.96 0.038 -0.145 0.138 0.849
Si 12.133 12.143 -0.428 -0.087 -0.138 0.602
Si 14.636 14.074 -0.925 -0.002 0.714 0.131
Si 12.446 17.521 1.161 0.015 0.093 -0.056
Si 13.572 19.16 -0.148 0.127 -0.279 0.694
Si 11.217 21.292 -0.187 -0.301 0.164 0.757
Si 13.816 23.974 -0.328 -0.141 0.191 0.677
Si 10.592 27.424 -0.236 -0.103 0.181 0.652
Si 13.374 30.329 -0.084 0.053 -0.158 0.709
Si 11.13 32.529 -0.118 -0.132 0.086 0.674
Si 13.963 35.09 -0.122 -0.044 0.18 0.714
Si 10.299 38.842 0.009 -0.301 -0.061 0.486
Si 12.94 41.045 -0.092 0.374 -0.358 0.108
Si 10.716 43.26 0.025 -0.014 0.181 0.698
Si 12.715 46.853 0.269 -0.238 0.102 0.655
Si 11.129 48.714 0.36 0.218 -0.275 0.468
Si 12.194 50.348 1.663 -0.024 -0.055 0.017
Si 10.791 54.685 0.121 0.421 -0.344 0.071
Si 14.091 57.032 0.314 -0.054 -0.303 0.488
Si 11.192 60.482 -0.344 0.322 0.197 0.62
Si 13.424 62.909 0.253 0.192 -0.131 0.771
Si 1.393 1.066 1.193 -0.021 -0.023 -0.136
Si 2.592 2.093 -0.506 -0.205 -0.368 0.564
Si 1.507 6.873 1.286 0.009 0.064 -0.013
Si 4.242 9.614 1.639 0.076 -0.001 0.014
Si 1.684 12.101 1.482 0.011 -0.039 -0.155
Si 4.201 14.683 1.532 -0.029 -0.098 -0.062
Si 1.13 16.972 1.396 -0.123 -0.008 -0.109
Si 4.126 20.243 1.213 0.334 0.342 0.29
Si 1.563 23.137 1.398 0.166 0.278 0.494
Si 4.177 25.985 1.258 0.031 -0.018 -0.006
Si 1.292 28.574 1.221 0.26 0.094 0.371
Si 4.118 31.353 1.472 0.005 -0.002 -0.086
Si -0.037 32.957 -0.07 0.438 -0.35 0.121
Si 3.993 36.974 1.324 0.014 0.029 0
Si 1.364 39.742 1.407 0.038 0.057 -0.044
Si 4.304 42.592 1.578 0.153 0.206 0.412
Si 1.342 45.235 1.268 0.028 -0.032 -0.06
Si 4.082 47.829 1.365 0.061 -0.004 0.015
Si 1.184 50.446 1.361 -0.413 -0.24 0.4
Si 4.216 53.114 1.361 -0.018 0.013 -0.062
Si 2.377 57.353 0.125 0.173 -0.085 0.69
Si 3.991 58.556 1.41 0.014 -0.029 -0.071
Si 1.463 61.157 1.806 -0.046 -0.033 -0.021
Si 4.25 63.959 1.626 -0.029 -0.007 0.043
Si 6.966 1.341 1.418 0.006 0.067 -0.075
Si 9.982 4.165 1.474 0.142 0.455 0.398
Si 7.111 6.901 1.351 -0.223 -0.378 0.19
Si 9.984 10.084 1.672 0.228 -0.048 0.529
Si 5.578 11.316 0.644 -0.371 0.347 0.233
Si 8.983 14.22 1.48 -0.046 0.019 -0.008
Si 6.749 17.509 1.347 0.014 0.077 -0.105
Si 9.551 20.231 1.141 0.003 0.01 -0.028
Si 6.851 23.012 1.069 -0.027 0.005 -0.001
Si 9.385 25.878 1.103 0.019 -0.029 -0.012
Si 6.677 28.637 1.313 0.021 0.005 -0.051
Si 9.498 31.388 1.182 -0.016 -0.012 0.002
Si 6.725 34.091 1.15 -0.025 -0.058 -0.038
Si 9.454 36.912 1.167 0.028 0.037 -0.035
Si 6.823 39.522 1.624 0.048 0.023 -0.046
Si 9.281 42.097 1.391 -0.042 -0.038 -0.042
Si 5.961 44.355 1.372 -0.005 0.022 -0.03
Si 9.277 47.755 1.392 0.271 0.19 0.338
Si 6.845 50.489 1.641 0.028 0.048 -0.013
Si 9.559 53.228 1.505 -0.036 -0.015 0.01
Si 6.927 55.864 1.346 0.028 0.021 -0.068
Si 9.462 58.517 1.415 -0.173 -0.304 0.379
Si 6.656 61.293 1.377 -0.005 -0.014 -0.081
Si 9.55 64.005 1.42 -0.005 -0.019 -0.011
Si 12.365 1.476 1.443 0.066 -0.011 -0.03
Si 15.096 4.145 1.383 0.001 -0.017 -0.005
Si 12.578 6.91 1.488 0.024 0.019 -0.047
Si 15.207 9.49 1.438 0.013 -0.014 -0.073
Si 11.781 11.639 1.761 0.005 -0.016 -0.02
Si 15.575 15.178 1.179 0.109 0.048 0.016
Si 11.597 16.392 -0.694 0.21 -0.558 0.334
Si 15.093 20.291 1.18 -0.019 0.097 -0.061
Si 12.236 22.971 1.097 0.021 -0.013 0.001
Si 14.944 25.555 1.065 -0.031 0.033 -0.029
Si 12.166 28.645 1.084 0.001 -0.007 -0.031
Si 16.269 29.936 2.56 -0.011 0.02 0.032
Si 12.301 34.066 1.221 -0.001 0.015 -0.041
Si 14.932 36.887 1.139 -0.046 0.016 -0.043
Si 11.942 39.623 1.49 0.06 0.038 -0.014
Si 14.571 42.229 1.179 -0.243 -0.47 0.412
Si 11.871 44.921 1.283 -0.008 0.014 -0.077
Si 14.588 47.572 1.49 -0.334 -0.247 0.431
Si 13.561 51.686 0.358 -0.299 0.304 0.316
Si 14.818 53.258 1.54 0.102 0.017 0.002
Si 12.265 55.973 1.425 0.09 0.028 0.037
Si 15.112 58.573 1.683 0.011 0.024 -0.031
Si 12.298 61.338 1.506 -0.029 -0.01 -0.091
Si 15.089 63.885 1.505 -0.028 0.001 -0.024
Si 0.125 2.622 2.58 0.049 0.021 -0.011
Si 2.796 0.029 2.786 -0.014 0.006 0.011
Si 0.143 8.092 2.827 0.027 0.004 -0.024
Si 2.85 5.492 2.651 -0.026 -0.04 -0.021
Si 0.184 13.53 2.644 -0.021 0.019 -0.016
Si 2.851 10.827 3.044 -0.012 -0.002 0.03
Si 0.101 18.838 2.525 0.013 -0.034 -0.004
Si 2.722 16.018 2.843 0.074 0.034 0.004
Si -0.041 24.365 2.614 0.026 -0.004 -0.057
Si 2.805 21.61 2.631 0.017 -0.001 0.014
Si -1.322 31.407 1.22 -0.014 0.014 -0.041
Si 2.633 27.162 2.607 -0.032 0.031 -0.036
Si -0.028 35.544 2.582 0.009 -0.009 0.033
Si 2.685 32.791 2.62 -0.06 -0.018 0.024
Si -0.224 40.989 2.587 -0.019 0.025 -0.038
Si 2.676 38.307 2.736 0.026 -0.028 -0.015
Si -0.17 46.319 2.707 -0.003 0.035 -0.034
Si 2.574 43.741 2.699 0.007 0.02 0.013
Si -0.027 51.895 2.778 0.018 -0.033 -0.008
Si 2.58 49.065 2.718 -0.013 0.043 -0.02
Si 0.05 57.142 2.992 -0.015 -0.005 -0.018
Si 2.683 54.441 2.629 0.017 0.01 0.001
Si 0.015 62.559 2.963 -0.016 0.021 0.006
Si 2.815 59.785 3.043 0.029 -0.022 0.02
Si 5.516 2.799 2.571 -0.06 0.049 0.014
Si 8.329 0.081 2.853 0.022 0.009 -0.029
Si 5.563 8.05 2.772 0.017 -0.038 -0.005
Si 8.418 5.48 2.716 -0.038 -0.075 -0.054
Si 5.549 13.603 3.094 -0.041 -0.059 0.005
Si 8.296 10.9 3.071 0.083 0.02 0.082
Si 5.431 18.917 2.694 -0.028 0.04 -0.023
Si 8.161 16.139 2.665 0.046 -0.061 -0.083
Si 5.51 24.44 2.479 -0.01 -0.032 0.014
Si 8.219 21.678 2.501 0.013 -0.004 0
Si 5.364 29.903 2.797 -0.007 -0.021 0.015
Si 8.053 27.167 2.559 0.017 0.038 -0.009
Si 5.33 35.425 2.576 0.044 0.053 -0.041
Si 8.149 32.779 2.566 -0.037 -0.038 -0.067
Si 5.397 40.928 2.832 -0.054 0.016 -0.017
Si 8.177 38.085 2.815 0.055 -0.016 -0.01
Si 5.264 46.255 2.684 0.022 -0.012 -0.004
Si 7.887 43.55 2.595 -0.001 0.04 -0.022
Si 5.384 51.786 2.889 0.012 0.007 0.015
Si 8.128 49.068 2.92 0.002 -0.056 -0.023
Si 5.476 57.212 2.666 -0.016 -0.023 0.019
Si 8.174 54.547 2.852 0.021 -0.022 0.036
Si 5.505 62.569 2.978 0.017 -0.029 -0.007
Si 8.072 59.907 2.716 0.018 0.026 0
Si 11.079 2.736 2.952 0.011 0.012 -0.031
Si 13.76 0.072 2.76 -0.033 -0.021 0.017
Si 11.033 8.205 2.726 -0.015 0.01 -0.038
Si 13.823 5.473 2.884 -0.014 -0.001 -0.035
Si 10.794 13.45 2.852 -0.011 0.038 0.017
Si 13.704 10.755 2.786 -0.003 0.001 -0.04
Si 10.937 18.844 2.498 0.015 0.038 0.018
Si 13.813 16.173 2.524 0.024 -0.039 -0.012
Si 10.866 24.464 2.394 -0.014 -0.003 0.003
Si 13.648 21.656 2.522 0.006 0.002 0.022
Si 10.825 29.948 2.54 0.006 0.023 -0.025
Si 13.59 27.145 2.336 0.002 -0.022 -0.008
Si 10.859 35.481 2.487 -0.058 -0.034 -0.025
Si 13.618 32.712 2.625 0.006 -0.036 0.03
Si 10.665 40.929 2.894 0.016 0.008 -0.028
Si 13.483 38.169 2.548 0.06 0.013 0.014
Si 10.58 46.264 2.715 0.005 0.051 -0.001
Si 13.337 43.615 2.653 0.014 -0.012 -0.039
Si 10.821 51.79 2.869 0.005 0.043 -0.008
Si 13.561 49.045 2.976 0.018 -0.055 0.024
Si 10.922 57.308 2.812 -0.004 0.006 0.009
Si 13.475 54.558 2.905 -0.051 0.058 -0.007
Si 10.854 62.625 2.818 0.009 0.013 0.015
Si 13.645 59.958 2.858 0.007 -0.003 -0.029
Si 1.48 4.047 3.976 0.004 -0.043 -0.008
Si 4.169 1.466 4.059 0.037 -0.005 -0.017
Si 1.437 9.444 4.251 -0.003 -0.027 0.021
Si 4.166 6.761 4.139 0.027 0.005 0.028
Si 1.413 14.752 4.242 -0.064 0.005 0.031
Si 4.195 12.185 4.358 -0.033 0.02 0.024
Si 1.393 20.254 3.941 -0.005 -0.018 0
Si 4.067 17.563 4.064 -0.006 0.032 0.009
Si 1.315 25.765 3.954 -0.001 -0.02 0.01
Si 4.152 23.069 3.903 0.027 0.026 0.008
Si 1.312 31.328 3.909 0.027 0.019 -0.006
Si 3.962 28.52 4.037 -0.003 -0.014 -0.006
Si 1.295 36.871 4.003 -0.018 0.006 -0.015
Si 4.022 34.1 4.013 0.011 0.005 0.012
Si 1.188 42.305 3.979 0.049 -0.011 -0.01
Si 4.035 39.56 4.131 -0.028 -0.016 0.024
Si 1.225 47.681 4.075 0.008 -0.002 0.025
Si 3.917 45.016 4.151 0.007 -0.019 -0.007
Si 1.374 53.162 4.14 -0.008 0.016 0.031
Si 3.966 50.39 4.134 -0.038 0.006 -0.026
Si 1.399 58.483 4.343 0.003 0 0.024
Si 4.077 55.825 4.018 -0.021 -0.016 -0.013
Si 1.441 63.988 4.182 0.017 0.028 -0.005
Si 4.148 61.225 4.317 -0.005 -0.022 0.019
Si 6.917 4.117 4.003 -0.06 0.038 0.022
Si 9.643 1.41 4.246 -0.011 -0.001 0.009
Si 6.888 9.421 4.196 -0.03 -0.033 0.001
Si 9.719 6.815 4.13 -0.008 0.018 0.028
Si 6.875 15.028 4.308 0.048 -0.016 -0.01
Si 9.608 12.226 4.442 -0.021 -0.015 -0.008
Si 6.861 20.331 3.94 0.02 -0.001 -0.017
Si 9.596 17.536 3.94 -0.032 -0.02 0.033
Si 6.777 25.78 3.946 -0.044 0.021 0.008
Si 9.553 23.089 3.847 -0.008 0.014 -0.002
Si 6.805 31.352 3.962 -0.005 -0.008 0.018
Si 9.473 28.549 3.885 -0.004 0.005 -0.015
Si 6.722 36.715 4.022 -0.023 -0.026 -0.031
Si 9.515 34.109 3.921 0.024 0.018 0.027
Si 6.728 42.256 4.175 0.007 0.024 0.02
Si 9.429 39.477 4.205 -0.021 0.007 0.016
Si 6.686 47.606 4.075 -0.034 0.009 -0.028
Si 9.267 44.898 4.052 -0.007 -0.013 -0.029
Si 6.792 53.155 4.186 -0.024 0.003 -0.018
Si 9.491 50.42 4.239 0.031 -0.029 -0.012
Si 6.777 58.55 4.132 0.025 0.005 -0.008
Si 9.555 55.908 4.172 -0.007 0.005 -0.014
Si 6.914 64.022 4.181 -0.004 0.008 0.007
Si 9.476 61.252 4.131 0.002 -0.01 -0.029
Si 12.438 4.119 4.233 0.047 0.028 0.041
Si 15.117 1.395 4.125 0.018 0.015 -0.007
Si 12.397 9.431 4.217 -0.055 0.032 -0.027
Si 15.144 6.791 4.254 -0.017 0.012 -0.013
Si 12.343 14.882 3.941 -0.024 -0.003 0.001
Si 15.07 12.212 4.027 0.029 0.014 -0.005
Si 12.268 20.277 3.875 0.006 0.017 -0.008
Si 15.021 17.599 3.976 0.033 0.016 -0.013
Si 12.246 25.804 3.787 0.026 0.018 0.014
Si 14.941 23.012 3.956 -0.01 -0.001 0.016
Si 12.209 31.302 3.912 0.013 -0.011 0.003
Si 14.892 28.514 3.833 -0.019 -0.038 -0.013
Si 12.184 36.791 3.943 -0.021 0.003 0.01
Si 14.965 34.111 3.95 -0.005 0.011 -0.031
Si 12.082 42.294 4.132 -0.005 0.017 -0.006
Si 14.827 39.547 3.945 -0.009 -0.002 0.018
Si 12.076 47.608 4.104 -0.027 -0.014 -0.011
Si 14.815 44.902 4.023 -0.012 -0.003 -0.016
Si 12.175 53.14 4.235 -0.019 0.035 -0.015
Si 14.972 50.474 4.173 0.021 0.022 -0.016
Si 12.277 58.605 4.208 -0.003 -0.019 0.007
Si 14.924 55.835 4.257 0.022 -0.013 0.011
Si 12.3 64.025 4.103 0.016 -0.036 -0.031
Si 14.963 61.261 4.292 -0.017 -0.009 0.022
Si 0.092 0.035 5.528 -0.033 -0.022 0.006
Si 2.809 2.768 5.459 -0.016 0.014 -0.009
Si 0.167 5.367 5.494 0.021 -0.032 0.001
Si 2.829 8.099 5.563 0.013 0.005 -0.005
Si 0.042 10.857 5.504 0.025 0.003 -0.011
Si 2.785 13.514 5.655 0.021 -0.039 0.017
Si 0.03 16.255 5.418 0.01 0.034 -0.022
Si 2.725 18.965 5.388 0.001 -0.028 0.03
Si 0.01 21.652 5.288 -0.002 0.011 -0.015
Si 2.728 24.403 5.275 -0.001 0.005 0.004
Si -0.061 27.182 5.252 0.008 -0.002 0.002
Si 2.637 29.956 5.326 -0.006 0.015 -0.009
Si -0.045 32.685 5.291 0.006 -0.019 -0.007
Si 2.646 35.459 5.351 0.005 0.013 0.003
Si -0.11 38.203 5.334 -0.006 0.005 -0.011
Si 2.59 40.936 5.371 -0.015 0.021 -0.01
Si -0.125 43.604 5.417 -0.025 0.002 0.019
Si 2.584 46.364 5.495 -0.041 0.001 -0.005
Si -0.041 49.062 5.494 0.02 -0.012 0.008
Si 2.679 51.768 5.515 0.002 0.017 0.01
Si 0 54.469 5.544 0.009 0.002 -0.001
Si 2.796 57.114 5.571 0.012 -0.028 -0.012
Si 0.013 59.895 5.611 -0.03 -0.007 0.009
Si 2.764 62.634 5.574 -0.016 -0.001 0.023
Si 5.501 0.072 5.461 -0.028 -0.004 0.004
Si 8.211 2.777 5.491 0.001 0.022 -0.012
Si 5.558 5.412 5.467 -0.009 -0.032 -0.018
Si 8.299 8.106 5.527 0.004 -0.007 -0.001
Si 5.566 10.786 5.61 -0.013 -0.011 0.005
Si 8.203 13.62 5.655 0.011 -0.002 -0.013
Si 5.452 16.355 5.553 -0.051 0.004 -0.009
Si 8.227 18.958 5.305 -0.025 -0.01 -0.011
Si 5.502 21.717 5.303 -0.042 -0.016 -0.017
Si 8.19 24.43 5.265 0.002 -0.013 0.008
Si 5.389 27.139 5.312 -0.008 -0.012 0.007
Si 8.15 29.933 5.285 -0.021 -0.001 -0.004
Si 5.404 32.692 5.322 0.016 -0.006 -0.002
Si 8.122 35.382 5.353 -0.002 0.004 -0.007
Si 5.39 38.122 5.404 0.045 0.029 -0.004
Si 8.071 40.867 5.513 0.02 -0.015 0.008
Si 5.327 43.632 5.464 0.002 0.033 -0.009
Si 8.033 46.292 5.471 0.021 0.019 0.021
Si 5.349 49.001 5.446 -0.019 -0.022 -0.03
Si 8.113 51.775 5.552 0.016 0.032 0.001
Si 5.41 54.513 5.485 0.001 0.015 0.005
Si 8.168 57.237 5.514 -0.02 -0.014 -0.004
Si 5.508 59.876 5.611 0.009 -0.011 0.009
Si 8.221 62.643 5.554 -0.013 -0.006 -0.001
Si 10.985 0.018 5.554 0.038 -0.013 0.02
Si 13.771 2.725 5.547 -0.005 0.003 0.012
Si 11.019 5.456 5.546 0.023 0.001 -0.004
Si 13.729 8.104 5.599 -0.018 -0.007 0.011
Si 11.034 10.805 5.605 0.036 -0.005 -0.007
Si 13.677 13.555 5.394 -0.01 -0.015 0.002
Si 10.977 16.239 5.354 -0.016 0.012 -0.001
Si 13.632 18.967 5.314 -0.029 0.017 -0.005
Si 10.909 21.7 5.228 0.014 -0.016 -0.008
Si 13.575 24.444 5.239 -0.015 -0.001 -0.004
Si 10.878 27.167 5.203 0.004 -0.005 -0.009
Si 13.556 29.888 5.241 0.012 0.019 0.01
Si 10.854 32.688 5.268 -0.014 -0.021 0
Si 13.553 35.426 5.305 0.011 0.005 0.008
Si 10.866 38.109 5.417 -0.009 -0.005 0.019
Si 13.502 40.883 5.383 -0.001 -0.034 -0.021
Si 10.709 43.629 5.454 -0.007 -0.035 0.001
Si 13.5 46.277 5.425 -0.052 -0.02 -0.002
Si 10.836 49.009 5.528 0.046 0.016 -0.018
Si 13.582 51.778 5.538 0.038 0.031 -0.01
Si 10.841 54.512 5.569 0.014 0.017 -0.007
Si 13.601 57.23 5.586 0.002 0.007 0.011
Si 10.87 59.945 5.524 0.009 0.002 -0.001
Si 13.603 62.674 5.557 -0.014 0.04 0
Si 1.458 1.407 6.864 0.01 -0.001 -0.005
Si 4.174 4.087 6.858 0.006 0.008 -0.003
Si 1.473 6.736 6.908 -0.003 0.001 0
Si 4.161 9.464 6.94 0 0.012 0.013
Si 1.392 12.161 6.939 -0.009 0 -0.009
Si 4.131 14.955 6.916 -0.004 -0.003 -0.001
Si 1.377 17.631 6.782 0.02 0.003 0.006
Si 4.114 20.372 6.691 0.019 0.005 -0.001
Si 1.363 23.047 6.648 0.028 -0.012 0.001
Si 4.049 25.777 6.675 0.008 0.004 0.009
Si 1.277 28.556 6.645 0 -0.005 0.004
Si 4.038 31.303 6.663 -0.001 -0.004 0.004
Si 1.307 34.036 6.677 0.013 0.011 -0.004
Si 4.013 36.774 6.742 0.005 -0.031 -0.001
Si 1.262 39.53 6.721 -0.003 0.003 -0.009
Si 3.966 42.242 6.778 0.005 -0.006 0.003
Si 1.24 44.956 6.801 -0.004 0 -0.001
Si 4 47.68 6.844 0.012 -0.01 -0.01
Si 1.33 50.394 6.867 -0.001 0.002 -0.004
Si 4.072 53.122 6.852 -0.011 -0.01 -0.006
Si 1.379 55.801 6.911 -0.009 0.003 0.01
Si 4.121 58.518 6.926 0.016 -0.003 0.006
Si 1.384 61.284 6.923 0.009 0.001 0.001
Si 4.15 64.033 6.863 0.005 0.01 -0.006
Si 6.856 1.403 6.861 -0.022 0.001 -0.007
Si 9.595 4.107 6.867 0.012 0.019 0
Si 6.899 6.766 6.871 -0.009 0.009 -0.014
Si 9.62 9.472 6.923 0.007 0.006 -0.015
Si 6.868 12.207 6.959 -0.009 -0.011 0.01
Si 9.634 14.98 6.873 0.031 0.017 -0.009
Si 6.865 17.717 6.81 0.017 0.018 -0.013
Si 9.566 20.359 6.658 0.003 0.009 -0.006
Si 6.839 23.083 6.669 0.017 0.018 0.001
Si 9.534 25.818 6.616 0.005 0.003 0.003
Si 6.77 28.55 6.629 -0.024 0.017 -0.004
Si 9.504 31.301 6.643 0.01 0.016 0
Si 6.763 34.02 6.709 0.016 -0.012 0.004
Si 9.467 36.747 6.731 0 0.008 0.003
Si 6.714 39.476 6.806 -0.022 -0.006 0.01
Si 9.445 42.224 6.839 0 0.006 -0.002
Si 6.704 44.948 6.844 -0.006 -0.004 0.006
Si 9.44 47.641 6.828 -0.006 -0.025 -0.007
Si 6.734 50.361 6.829 0.002 -0.018 -0.025
Si 9.491 53.122 6.901 -0.008 -0.005 0
Si 6.798 55.855 6.853 -0.005 0 -0.003
Si 9.53 58.58 6.895 0.015 0.004 -0.009
Si 6.858 61.288 6.923 0.001 0.003 -0.003
Si 9.594 63.995 6.909 -0.002 -0.005 0.003
Si 12.35 1.386 6.892 0.003 0 -0.003
Si 15.112 4.077 6.907 0.002 0.004 0.002
Si 12.351 6.777 6.95 0.003 -0.009 0.013
Si 15.053 9.511 6.919 -0.019 0.04 -0.003
Si 12.374 12.226 6.875 0.012 0.018 -0.005
Si 14.996 14.928 6.797 -0.009 -0.02 -0.004
Si 12.286 17.638 6.727 0.003 -0.011 0.011
Si 14.979 20.339 6.69 0.016 -0.002 0.007
Si 12.237 23.077 6.627 0.012 0.025 0.016
Si 14.93 25.806 6.626 0 -0.001 0.008
Si 12.208 28.53 6.615 -0.007 0.01 0.003
Si 14.914 31.278 6.614 -0.012 -0.007 -0.01
Si 12.2 34.036 6.657 0 0.005 -0.009
Si 14.898 36.789 6.685 -0.014 0.013 -0.003
Si 12.197 39.495 6.765 0 -0.001 0.006
Si 14.876 42.215 6.765 -0.003 0.012 -0.004
Si 12.136 44.945 6.802 -0.016 -0.004 -0.008
Si 14.889 47.657 6.782 -0.012 0.014 -0.01
Si 12.228 50.371 6.859 -0.005 -0.02 -0.007
Si 14.967 53.108 6.895 -0.002 0.013 0.002
Si 12.237 55.848 6.912 0.007 0.005 0.005
Si 14.972 58.557 6.956 0.011 -0.03 0.014
Si 12.233 61.303 6.901 -0.021 -0.006 0.001
Si 15.016 64.021 6.884 0.002 0.003 -0.007
Si 0.055 2.674 13.768 0.002 -0.022 0.009
Si 2.727 0.005 13.796 -0.003 -0.018 0.021
Si 0.046 8.179 13.691 0.008 -0.005 0.007
Si 2.812 5.415 13.754 0.02 -0.007 0.004
Si 0.029 13.64 13.685 -0.004 -0.003 0.001
Si 2.755 10.932 13.663 0.016 -0.001 -0.008
Si -0.004 19.023 13.611 0.007 0.003 -0.005
Si 2.725 16.357 13.648 -0.028 0.016 0
Si -0.001 24.493 13.461 0.002 0 -0.014
Si 2.736 21.782 13.54 -0.008 0.005 -0.002
Si -0.072 29.919 13.444 0.012 0.002 -0.002
Si 2.694 27.21 13.475 -0.004 0.005 -0.004
Si -0.104 35.352 13.439 -0.005 0.007 -0.002
Si 2.647 32.64 13.411 -0.001 0.009 0.001
Si -0.059 40.805 13.528 0.027 -0.016 0.01
Si 2.645 38.093 13.47 0.011 0.016 0.011
Si -0.013 46.235 13.556 0.001 -0.005 0.014
Si 2.672 43.557 13.517 -0.004 -0.006 -0.001
Si -0.018 51.706 13.64 0.006 -0.007 0.007
Si 2.754 48.974 13.611 0.005 0.018 0.013
Si 0.055 57.148 13.579 -0.015 0.003 -0.018
Si 2.751 54.425 13.644 0.011 0.006 0.009
Si 0.036 62.657 13.673 0.001 -0.01 0.017
Si 2.771 59.908 13.618 0.011 -0.001 0.001
Si 5.492 2.757 13.824 -0.004 0.007 0.005
Si 8.173 0.067 13.777 0.006 -0.005 0
Si 5.495 8.142 13.699 -0.006 0.007 -0.006
Si 8.206 5.43 13.766 -0.011 -0.003 -0.002
Si 5.469 13.651 13.65 -0.014 -0.022 -0.005
Si 8.241 10.916 13.68 0.015 -0.022 0.006
Si 5.453 19.063 13.623 -0.016 -0.005 0.004
Si 8.182 16.346 13.651 -0.018 -0.003 0.002
Si 5.448 24.527 13.521 0.002 0.007 0.008
Si 8.179 21.798 13.549 0.007 0.004 -0.005
Si 5.399 29.905 13.452 0.007 -0.007 -0.007
Si 8.122 27.207 13.476 -0.001 -0.003 -0.002
Si 5.412 35.386 13.486 -0.003 0.026 0.01
Si 8.121 32.64 13.527 -0.006 -0.001 0.02
Si 5.439 40.852 13.512 -0.016 0.017 0.001
Si 8.152 38.132 13.508 -0.011 -0.015 -0.008
Si 5.458 46.295 13.631 0.015 0.018 0.018
Si 8.161 43.586 13.606 0.008 0.018 0.001
Si 5.512 51.741 13.628 -0.003 0.03 -0.004
Si 8.21 49.007 13.669 0.015 0.025 0.003
Si 5.49 57.182 13.624 0.007 0.011 0.004
Si 8.221 54.448 13.649 0.003 -0.005 -0.006
Si 5.405 62.632 13.761 -0.014 -0.019 0.005
Si 8.123 59.896 13.696 -0.017 0.009 0.008
Si 10.902 2.725 13.715 -0.014 -0.013 0
Si 13.655 0.038 13.674 0.002 -0.022 -0.004
Si 10.905 8.129 13.71 0.003 0.011 0
Si 13.647 5.416 13.685 0.003 0.015 -0.012
Si 10.94 13.638 13.681 -0.004 -0.011 0
Si 13.641 10.872 13.678 0.006 -0.02 0.006
Si 10.912 19.06 13.587 -0.005 -0.005 -0.004
Si 13.641 16.345 13.661 0.005 -0.023 0
Si 10.858 24.488 13.489 0.013 -0.003 -0.013
Si 13.613 21.76 13.53 0.001 -0.008 -0.004
Si 10.799 29.914 13.496 -0.007 -0.019 0.004
Si 13.543 27.208 13.468 -0.011 -0.007 -0.009
Si 10.846 35.362 13.489 0.004 0.01 -0.01
Si 13.52 32.613 13.478 0.006 0.007 -0.002
Si 10.844 40.806 13.603 0.025 0.001 0.011
Si 13.54 38.076 13.545 -0.003 -0.018 0.003
Si 10.889 46.272 13.686 0.03 -0.008 0.007
Si 13.548 43.507 13.603 -0.008 0 0.008
Si 10.922 51.699 13.658 0.015 0.006 -0.002
Si 13.572 48.998 13.658 0.005 -0.004 0.003
Si 10.884 57.159 13.658 -0.003 0.009 -0.006
Si 13.615 54.393 13.63 0.007 0 0.001
Si 10.871 62.651 13.684 0.004 0.005 -0.005
Si 13.613 59.924 13.641 0.002 -0.005 -0.011
Si 1.437 4.049 15.1 0.048 -0.005 0.013
Si 4.046 1.432 15.151 0.024 0.006 0.012
Si 1.388 9.593 15.02 -0.021 -0.026 -0.004
Si 4.189 6.772 15.115 0.016 0.025 0.027
Si 1.354 15.039 15.061 -0.008 -0.003 0.005
Si 4.089 12.32 15.018 -0.019 0.004 -0.005
Si 1.377 20.413 14.904 0.019 -0.005 -0.005
Si 4.097 17.699 15.017 0.011 -0.007 0.017
Si 1.325 25.862 14.84 -0.018 -0.01 0.006
Si 4.116 23.149 14.884 -0.001 -0.015 -0.003
Si 1.297 31.284 14.784 -0.019 0.003 0.004
Si 4.046 28.574 14.847 -0.001 0 0.018
Si 1.249 36.712 14.783 -0.015 0.025 0.001
Si 4.011 33.992 14.762 0.003 0.009 -0.006
Si 1.305 42.194 14.852 0.011 -0.005 -0.023
Si 4.044 39.466 14.78 -0.022 -0.013 -0.022
Si 1.371 47.575 14.904 0.008 -0.042 0.002
Si 4.034 44.901 14.885 -0.035 -0.007 -0.011
Si 1.374 53.05 14.978 -0.013 -0.009 0.011
Si 4.163 50.348 14.927 0.006 -0.03 -0.023
Si 1.468 58.466 14.904 0.012 -0.027 0.032
Si 4.163 55.793 14.949 0 -0.046 -0.018
Si 1.371 63.925 15.159 0.005 -0.026 0.009
Si 4.015 61.245 15.109 -0.031 0.008 -0.006
Si 6.873 4.114 15.22 -0.003 -0.029 -0.015
Si 9.513 1.466 15.156 -0.002 0.033 0.009
Si 6.867 9.534 14.992 -0.002 0.022 -0.015
Si 9.566 6.775 15.128 -0.011 -0.006 0.043
Si 6.806 15.003 15.04 0.009 0.04 0.007
Si 9.599 12.281 15.06 0.001 0.005 0.009
Si 6.842 20.443 14.942 0.015 0.017 -0.002
Si 9.556 17.72 14.981 0.021 0.002 0
Si 6.788 25.906 14.909 -0.02 0.007 0.011
Si 9.521 23.171 14.915 0 -0.001 0
Si 6.744 31.235 14.848 -0.015 0.012 0.007
Si 9.434 28.561 14.879 0.004 0.026 0.001
Si 6.774 36.798 14.835 0.011 -0.011 -0.012
Si 9.497 34.037 14.873 -0.004 -0.007 0.021
Si 6.779 42.226 14.915 -0.032 -0.049 0.011
Si 9.476 39.452 14.965 -0.021 0 0.021
Si 6.877 47.626 15.02 -0.013 -0.036 0.027
Si 9.549 44.877 15.04 -0.008 -0.017 0.006
Si 6.892 53.085 15.011 0.001 -0.019 -0.031
Si 9.593 50.352 15.053 0.012 -0.01 0.006
Si 6.778 58.513 15.075 0.004 -0.027 0.04
Si 9.56 55.789 15.049 -0.005 0.005 0.012
Si 6.753 64.038 15.093 0.001 0.016 0.003
Si 9.474 61.287 15.009 -0.013 0.044 0.026
Si 12.321 4.022 15.051 0.063 0.012 -0.018
Si 15.01 1.297 15.135 -0.016 -0.004 0.006
Si 12.271 9.499 15.031 -0.008 0.016 0.008
Si 14.996 6.798 15.013 -0.02 0.003 -0.029
Si 12.303 14.99 15.055 -0.003 0.009 0.004
Si 14.99 12.256 15.016 0.028 0.002 -0.002
Si 12.306 20.381 14.943 0.001 0.013 -0.013
Si 14.984 17.682 15.06 0.023 0.003 -0.01
Si 12.178 25.868 14.854 -0.005 0.002 0.004
Si 14.98 23.158 14.838 -0.003 -0.014 -0.009
Si 12.138 31.277 14.864 0.012 0.006 -0.005
Si 14.89 28.578 14.821 -0.025 0.011 -0.007
Si 12.182 36.691 14.902 0.016 0.009 0.008
Si 14.861 34.005 14.81 0.011 0.015 -0.007
Si 12.224 42.122 15.003 -0.003 0.023 0.009
Si 14.924 39.432 14.892 0.015 0.02 -0.023
Si 12.247 47.645 15.071 -0.005 0.014 0
Si 14.965 44.858 14.898 -0.007 -0.002 -0.005
Si 12.287 53.028 15.041 0.013 0.014 0.015
Si 14.934 50.366 15.012 -0.029 0.029 0.003
Si 12.253 58.538 14.964 0.016 0.006 0.005
Si 15.034 55.761 14.893 -0.001 0.011 -0.018
Si 12.256 64.036 14.988 -0.016 -0.009 -0.026
Si 14.956 61.319 14.968 -0.03 0.036 0.024
Si -0.015 -0.101 16.551 0.003 -0.02 0.039
Si 2.748 2.782 16.619 0.025 -0.031 -0.008
Si 0.006 5.406 16.332 -0.047 0.013 -0.004
Si 2.741 8.176 16.3 0.005 0.058 -0.041
Si 0.024 10.954 16.404 0.015 -0.011 -0.009
Si 2.737 13.705 16.405 0.027 -0.014 -0.005
Si -0.044 16.32 16.508 -0.018 -0.003 0.035
Si 2.726 19.097 16.329 -0.038 0.024 0.009
Si -0.032 21.76 16.203 -0.005 0 -0.02
Si 2.719 24.514 16.185 0.01 0 0.023
Si -0.066 27.238 16.178 -0.016 -0.004 -0.009
Si 2.631 29.92 16.168 0.018 -0.021 -0.007
Si -0.072 32.664 16.105 -0.013 0.007 0.014
Si 2.67 35.4 16.079 -0.007 -0.006 0.001
Si -0.105 38.003 16.213 0.008 -0.015 0.021
Si 2.701 40.823 16.113 0.017 0.018 -0.024
Si -0.063 43.471 16.274 0.009 -0.039 0.002
Si 2.683 46.196 16.289 0.004 0.027 0.018
Si 0.019 48.948 16.214 -0.003 -0.011 -0.002
Si 2.792 51.677 16.262 0.003 0.02 0.017
Si 0.008 54.426 16.319 -0.006 -0.004 -0.005
Si 2.789 57.077 16.319 -0.01 0.041 0.001
Si 0.071 59.878 16.093 -0.017 -0.003 0.055
Si 2.667 62.542 16.593 0 0.03 -0.001
Si 5.397 0.084 16.486 -0.018 -0.025 -0.02
Si 8.202 2.795 16.681 -0.034 0.021 -0.015
Si 5.569 5.504 16.62 -0.001 0 0.038
Si 8.18 8.211 16.428 0.009 -0.002 0.027
Si 5.484 10.918 16.272 0.012 -0.009 0.004
Si 8.207 13.662 16.379 0.004 -0.029 0.024
Si 5.433 16.344 16.447 -0.028 -0.026 -0.004
Si 8.175 19.071 16.331 -0.019 -0.011 0.032
Si 5.51 21.837 16.292 -0.016 0.012 -0.014
Si 8.145 24.548 16.293 0.038 0.01 -0.018
Si 5.438 27.302 16.279 0.015 0.018 0.037
Si 8.098 29.92 16.289 0.004 -0.027 -0.001
Si 5.303 32.58 16.12 0.011 0.016 -0.008
Si 8.14 35.455 16.184 -0.007 0.061 0.022
Si 5.402 38.177 16.174 0.004 0.04 -0.023
Si 8.11 40.873 16.297 0.036 0.018 -0.004
Si 5.375 43.569 16.254 0.015 0 0.023
Si 8.245 46.268 16.426 -0.002 0.018 0.003
Si 5.523 49.035 16.325 0.003 0.026 0.014
Si 8.268 51.754 16.393 -0.033 0.025 -0.006
Si 5.56 54.496 16.32 0.002 0.024 -0.002
Si 8.204 57.166 16.412 0.011 -0.021 0.012
Si 5.305 59.8 16.429 -0.018 -0.039 0.005
Si 8.076 62.617 16.388 -0.046 -0.021 0.016
Si 10.933 0.07 16.367 0.034 0.005 -0.003
Si 13.662 2.683 16.475 -0.049 0 0.019
Si 10.978 5.346 16.416 -0.029 -0.013 -0.016
Si 13.637 8.141 16.377 0.012 -0.009 0.014
Si 10.966 10.886 16.414 0.001 -0.006 -0.063
Si 13.637 13.569 16.416 0.009 -0.003 0.003
Si 10.954 16.414 16.367 0.012 0.011 0
Si 13.635 19.051 16.428 -0.02 0.011 0.014
Si 10.935 21.788 16.206 0.018 -0.007 -0.036
Si 13.635 24.566 16.157 0.01 -0.009 -0.007
Si 10.755 27.174 16.243 -0.001 -0.047 -0.022
Si 13.473 29.879 16.202 0.02 0.002 0.008
Si 10.833 32.674 16.272 0.036 0.014 -0.025
Si 13.504 35.287 16.268 0.005 -0.006 0.014
Si 10.874 38.067 16.301 -0.001 0.014 0.021
Si 13.639 40.769 16.344 -0.023 0.01 -0.015
Si 10.878 43.456 16.414 0.008 -0.044 0.018
Si 13.698 46.232 16.288 0.014 -0.01 -0.016
Si 10.913 49.018 16.504 0.011 -0.008 0.01
Si 13.632 51.704 16.491 -0.009 -0.013 0.024
Si 10.935 54.398 16.387 -0.003 -0.013 -0.001
Si 13.655 57.103 16.192 -0.017 0.005 -0.032
Si 10.869 59.913 16.291 0.022 0.006 0.003
Si 13.575 62.691 16.355 0.037 -0.041 0.002
Si 1.293 1.356 17.882 0.029 0.022 -0.035
Si 4.147 4.206 18.016 -0.032 -0.012 0.008
Si 1.299 6.852 17.587 0.024 -0.026 -0.005
Si 4.123 9.546 17.582 -0.018 -0.037 0.035
Si 1.33 12.411 17.756 -0.006 -0.032 0.041
Si 4.058 14.998 17.88 0.027 0.02 0.015
Si 1.343 17.797 17.757 0.007 0.028 0.008
Si 4.167 20.458 17.621 0.001 -0.003 -0.03
Si 1.355 23.106 17.481 0.01 -0.012 -0.01
Si 4.062 25.89 17.549 -0.008 0.029 -0.024
Si 1.272 28.582 17.551 0.011 0.011 -0.024
Si 3.935 31.264 17.568 0.03 0.019 0.019
Si 1.323 34.036 17.413 -0.037 -0.033 -0.007
Si 4.03 36.772 17.421 -0.03 -0.015 -0.045
Si 1.359 39.417 17.373 -0.007 -0.018 -0.033
Si 3.974 42.184 17.548 -0.001 -0.03 0.021
Si 1.27 44.814 17.637 0.005 0.026 -0.002
Si 4.091 47.624 17.528 0.015 -0.002 -0.065
Si 1.415 50.254 17.534 0.003 0.004 -0.001
Si 4.152 53.118 17.538 0.004 -0.031 -0.027
Si 1.406 55.739 17.658 -0.035 0.026 -0.02
Si 3.974 58.396 17.864 0.006 0.023 0.033
Si 1.199 61.02 17.785 0.023 0.027 0.038
Si 4.06 64.043 17.862 -0.034 -0.062 -0.005
Si 6.685 1.425 17.956 0.033 0.017 -0.025
Si 9.708 4.149 18.025 0.029 0.024 0.03
Si 6.952 6.93 18.009 0.014 0.012 0.035
Si 9.611 9.522 17.743 -0.009 0.012 -0.036
Si 6.848 12.211 17.656 0.02 0.006 -0.005
Si 9.592 15.071 17.7 -0.023 -0.025 -0.028
Si 6.819 17.731 17.763 0.001 0 0.001
Si 9.598 20.455 17.594 0.064 0.019 -0.01
Si 6.835 23.217 17.708 -0.04 -0.032 0.008
Si 9.443 25.875 17.747 0.027 0.053 0.021
Si 6.729 28.672 17.783 -0.045 -0.003 -0.01
Si 9.424 31.355 17.609 -0.013 -0.032 0.011
Si 6.676 34.027 17.31 -0.007 0.005 -0.006
Si 9.459 36.787 17.679 -0.001 -0.037 0.014
Si 6.605 39.645 17.604 -0.01 0.031 -0.013
Si 9.487 42.063 17.814 0.044 0.072 0.03
Si 6.731 44.926 17.629 0.013 0.004 0.031
Si 9.605 47.614 17.905 -0.032 -0.004 -0.022
Si 6.93 50.38 17.727 0.014 -0.028 0.013
Si 9.591 53.097 17.835 -0.034 0.021 0.018
Si 6.854 55.831 17.817 0.046 -0.015 0.034
Si 9.603 58.559 17.701 -0.031 -0.051 -0.018
Si 6.65 61.206 17.7 0.055 0.066 -0.05
Si 9.519 64.036 17.602 -0.061 0.041 0.058
Si 12.301 1.309 17.85 -0.002 -0.032 0.048
Si 15.059 4.069 17.784 0.027 0.004 0.011
Si 12.335 6.704 17.733 0.027 -0.033 0.001
Si 14.957 9.559 17.689 0.01 -0.01 -0.033
Si 12.341 12.178 17.821 0.017 -0.024 0.018
Si 14.905 14.856 17.902 0.034 0.062 0.055
Si 12.263 17.717 17.86 -0.024 -0.019 0.019
Si 15.016 20.475 17.716 0.049 0.025 -0.004
Si 12.346 23.162 17.473 0.006 -0.024 -0.004
Si 14.904 25.95 17.585 -0.059 -0.011 0.006
Si 12.067 28.521 17.602 0.023 0.069 0.019
Si 14.874 31.305 17.423 -0.027 0.017 -0.034
Si 12.202 33.939 17.748 0.024 0.016 -0.023
Si 14.845 36.634 17.635 0.034 0.031 -0.011
Si 12.338 39.336 17.68 0.025 -0.071 0.004
Si 15.022 42.093 17.752 -0.032 0.009 0.001
Si 12.399 44.825 17.62 -0.04 -0.044 0.001
Si 15.11 47.576 17.637 0.019 -0.002 -0.006
Si 12.294 50.347 17.939 -0.012 -0.013 -0.005
Si 15.039 53.135 17.776 -0.009 0.016 -0.017
Si 12.405 55.749 17.608 0.015 0.01 -0.035
Si 15.085 58.487 17.363 0.05 -0.01 -0.064
Si 12.216 61.272 17.617 -0.014 0.037 -0.035
Si 14.907 63.841 17.945 0.012 -0.03 0.052
Si -0.139 2.639 19.27 0.039 0.008 0.085
Si 2.582 -0.03 19.253 0.383 0.294 -0.188
Si -0.13 8.076 18.969 -0.045 0.037 0.068
Si 2.674 5.766 19.075 0.327 0.17 -0.329
Si 0.008 13.581 19.393 0.019 0.008 -0.037
Si 1.232 9.498 20.127 -0.06 -0.054 -0.441
Si 0.076 19.257 19.193 0.382 0.262 -0.334
Si 2.645 16.452 19.185 0.029 -0.003 0.019
Si 0.025 24.519 18.754 0.003 -0.017 0.03
Si 2.757 21.824 18.869 -0.032 0.006 0.047
Si -0.149 29.981 18.797 -0.021 -0.053 0.046
Si 2.681 27.256 18.88 0.008 -0.031 0.032
Si 0.149 35.448 18.83 0.19 0.332 -0.467
Si 2.545 32.674 18.851 -0.013 0.016 -0.05
Si 0.129 40.612 18.918 -0.043 -0.013 0.013
Si 2.785 38.209 18.745 0.085 0.053 0.023
Si 0.097 46.234 19.086 -0.001 0.018 0.005
Si 3.95 44.965 20.02 -0.031 0.009 -0.505
Si 0.247 51.729 18.876 0.022 0.044 0.05
Si 2.708 48.869 18.919 -0.045 -0.053 0.04
Si 0.291 57.451 18.816 -0.018 0.013 0.055
Si 2.833 54.387 18.978 -0.021 0.007 0.085
Si -0.72 61.763 18.98 0.063 0.027 -0.056
Si 2.033 59.182 19.041 0.06 -0.006 -0.019
Si 5.366 2.756 19.512 -0.311 -0.243 -0.406
Si 8.042 -0.148 19.04 -0.155 -0.338 -0.525
Si 5.354 8.329 19.181 -0.006 0.003 0.017
Si 9.011 6.162 19.16 -0.079 -0.086 -0.031
Si 5.548 13.551 19.07 -0.035 -0.023 0.066
Si 8.148 10.818 19.058 -0.003 0.001 0.036
Si 5.465 19.157 19.109 0.027 0.018 0.02
Si 8.286 16.445 19.121 0.03 0.013 0.006
Si 5.363 24.559 19.006 0.013 -0.009 0.044
Si 7.109 20.419 20.28 -0.231 0.009 -0.657
Si 5.263 30.072 19.139 0.044 0.033 0.001
Si 7.959 27.155 19.18 0.003 -0.029 0.084
Si 5.265 35.282 18.665 -0.001 -0.009 -0.036
Si 7.835 32.682 18.792 -0.053 -0.02 0.05
Si 3.558 39.85 20.223 -0.057 0.224 -0.548
Si 7.951 38.278 18.854 0.055 0.066 0.051
Si 5.434 46.392 18.963 0.021 0.045 0.044
Si 8.076 43.597 19.014 -0.107 -0.329 -0.786
Si 5.498 51.817 18.908 0.041 0.064 0.085
Si 8.173 49.031 19.254 -0.001 0.02 0.002
Si 5.457 57.129 19.233 -0.017 0.021 0.043
Si 8.379 54.642 19.207 0.225 0.329 -0.455
Si 5.371 62.596 19.166 0.41 0.237 -0.236
Si 10.825 62.659 18.942 0.014 -0.025 0.031
Si 11.091 2.674 19.364 0.009 -0.056 0.05
Si 13.597 -0.044 19.327 -0.001 -0.01 0.006
Si 10.79 7.917 19 -0.007 0.076 0.042
Si 13.68 5.325 19.167 -0.014 0.054 0.085
Si 10.822 13.527 18.978 -0.051 -0.012 0.071
Si 13.68 10.773 19.239 -0.036 0.01 0.013
Si 10.916 19.216 19.131 -0.022 0.038 0.055
Si 13.392 16.132 19.248 -0.065 -0.065 0.051
Si 10.989 24.45 18.845 0.014 -0.02 0.012
Si 13.65 21.895 18.989 -0.018 0.02 0.064
Si 10.851 30.048 18.971 0.322 0.094 -0.436
Si 13.458 27.242 19.033 -0.014 -0.007 -0.02
Si 10.698 35.239 19.066 0.011 0.019 0.02
Si 13.679 32.517 19.031 -0.03 0.007 0.059
Si 11.057 40.683 19.063 0.133 0.403 -0.352
Si 13.437 37.793 19.179 -0.363 -0.224 -0.352
Si 11.351 46.354 19.021 0.061 0.049 0.026
Si 13.757 43.568 19.11 0.016 -0.061 0.045
Si 10.924 51.8 19.325 0.064 -0.011 -0.023
Si 13.858 48.902 19.083 -0.054 0.058 0.058
Si 11.23 57.296 18.869 0.002 0.058 -0.008
Si 13.778 54.609 19.175 0.06 -0.019 -0.021
Si 9.127 61.629 20.16 -0.34 0.265 -0.492
Si 13.954 60.072 18.624 -0.008 -0.026 0.063
Si 1.198 3.713 20.857 -0.409 -0.269 -0.403
Si 3.612 1.616 20.685 0.022 -0.184 -0.729
Si 2.609 10.804 18.823 -0.284 -0.195 -0.458
Si 3.538 7.449 20.419 0.184 0.087 -0.634
Si 0.777 15.635 20.454 -0.251 -0.081 -0.533
Si 4.746 12.062 20.728 0.41 0.3 -0.492
Si 1.773 20.375 20.397 -0.29 0.043 -0.728
Si 3.88 18.039 20.486 0.092 -0.206 -0.747
Si 1.547 25.619 20.099 -0.038 0.202 -0.701
Si 3.769 23.412 20.227 0.171 -0.143 -0.702
Si 0.967 31.508 20.179 -0.3 0.255 -0.316
Si 4.054 28.444 20.36 -0.361 0.357 -0.098
Si 1.337 37.029 20.032 -0.395 0.282 -0.317
Si 4.138 33.812 20.13 -0.077 0.018 0.136
Si 1.82 41.529 20.23 0.277 -0.024 -0.563
Si 5.243 40.975 19.099 -0.022 -0.002 0.147
Si 1.846 47.201 20.393 -0.212 0.172 -0.734
Si 2.582 43.419 18.96 -0.038 -0.01 0.009
Si 1.921 52.648 20.261 -0.059 0.02 -0.665
Si 6.209 53.121 20.744 -0.145 -0.26 -0.542
Si 2.061 59.9 21.282 0.285 0.284 -0.467
Si 4.222 55.53 20.473 0.026 0.176 -0.653
Si 1.208 63.905 21.524 0.018 -0.042 -0.052
Si 3.385 61.844 21.537 -0.388 -0.346 -0.186
Si 6.831 3.947 22.146 -0.028 -0.003 -0.033
Si 10.104 1.176 20.899 0.312 0.315 -0.41
Si 6.681 9.678 20.502 0.266 -0.473 -0.194
Si 8.99 6.136 21.491 -0.142 0.492 -0.503
Si 7.149 14.744 20.252 -0.003 0.034 -0.669
Si 9.239 12.453 20.3 0.034 -0.185 -0.698
Si 8.329 21.868 18.961 0.024 0.028 0.039
Si 9.272 18.173 20.462 0.203 -0.237 -0.775
Si 6.254 26.125 20.495 0.169 -0.067 -0.617
Si 10.156 22.738 20.192 0.109 -0.264 -0.538
Si 5.959 32.133 20.174 -0.233 -0.141 -0.564
Si 8.824 28.505 20.859 -0.188 -0.412 -0.402
Si 5.969 36.205 22.668 -0.036 0.006 0.051
Si 8.893 34.203 20.176 0.354 -0.294 -0.614
Si 5.848 42.6 20.771 -0.303 -0.375 -0.553
Si 8.977 39.402 20.673 -0.291 0.003 -0.361
Si 6.283 48.125 20.43 0.151 -0.127 -0.613
Si 10.329 44.914 20.451 0.463 0.239 -0.405
Si 4.067 50.384 19.997 -0.024 0.007 -0.327
Si 9.575 50.337 20.689 -0.072 0.095 -0.663
Si 6.801 58.666 20.434 0.013 -0.078 -0.758
Si 10.032 55.961 20.355 -0.388 0.441 -0.11
Si 7.309 63.335 20.273 0.161 -0.342 -0.518
Si 8.129 59.905 18.961 -0.018 0.035 0.033
Si 12.865 3.614 20.593 0.199 -0.267 -0.544
Si 14.536 1.709 20.675 0.002 -0.003 0.024
Si 12.447 9.073 20.402 -0.202 0.013 -0.634
Si 14.76 6.957 20.43 0.108 -0.209 -0.738
Si 11.937 14.702 20.605 0.202 0.225 -0.734
Si 15.403 11.739 20.704 -0.175 0.126 -0.648
Si 11.903 21.029 20.296 -0.245 0.118 -0.57
Si 15.056 16.957 20.632 0.079 -0.549 -0.446
Si 12.507 25.464 20.322 -0.202 0.275 -0.628
Si 14.931 23.452 20.231 0.076 -0.269 -0.695
Si 12.663 30.77 20.271 0.346 -0.136 -0.412
Si 14.525 29.003 20.148 -0.302 0.269 -0.45
Si 12.081 36.35 20.572 -0.097 0.186 -0.605
Si 15.45 33.104 20.531 -0.013 -0.655 -0.444
Si 12.144 42.361 20.305 0.184 -0.127 -0.7
Si 16.029 38.791 20.399 0.51 -0.159 -0.668
Si 13.101 47.113 20.401 0.274 -0.191 -0.593
Si 14.809 45.244 20.462 -0.279 0.215 -0.442
Si 12.046 53.566 20.526 0.233 -0.145 -0.626
Si 15.243 50.414 20.174 0.084 -0.223 -0.68
Si 12.916 58.52 20.027 0.065 0.027 -0.515
Si 15.108 56.346 20.286 0.036 -0.141 -0.506
Si 11.974 64.02 20.469 0.155 -0.019 -0.69
Si 15.777 61.441 21.28 -0.076 -0.015 -0.659
Si 11.728 -0.314 25.963 0.004 -0.151 0.006
Si 4.103 -9.476 29.84 -0.096 0.003 0.075
Si -11.35 20.042 24.634 0.102 -0.041 0.023
Si -6.9 17.974 29.497 0.07 -0.064 0.065
Si -1.189 21.261 24.891 -0.117 0.117 -0.09
Si -9.115 13.088 24.813 0.026 -0.063 0.085
Si 5.114 22.847 25.1 0.027 0.064 -0.048
Si -6.451 28.34 23.621 -0.043 -0.049 -0.158
Si -3.173 38.615 24.446 -0.077 0.032 0.061
Si -2.582 28.718 29.238 0.028 -0.017 -0.064
Si -1.341 36.332 24.415 0.047 -0.042 -0.098
Si 0.717 40.395 22.776 0.161 0.18 -0.116
Si -5.154 42.649 26.968 -0.085 0.088 0.116
Si -6.848 56.659 27.456 -0.05 -0.069 -0.019
Si -2.376 52.251 22.167 -0.082 -0.003 0.03
Si 5.609 58.369 24.535 -0.099 -0.114 -0.091
Si 2.355 13.789 25.308 0.091 0.049 -0.076
Si -10.464 -4.704 22.597 -0.058 -0.094 -0.187
Si -4.97 15.034 27.132 -0.091 0.038 0.05
Si -1.746 16.221 23.634 -0.098 -0.005 -0.081
Si 8.68 15.247 28.55 0.065 -0.08 0.036
Si 10.405 10.316 22.166 -0.068 0.083 -0.138
Si 13.19 15.515 29.651 -0.065 -0.094 0.722
Si -5.434 36.796 23.453 -0.034 0.132 -0.288
Si -14.132 6.352 24.776 -0.005 0.027 -0.048
Si 6.304 48.273 23.353 0.041 -0.043 0.045
Si -3.732 39.371 30.035 0.003 0.458 0.43
Si 29.068 29.525 24.303 -0.042 0.063 0.019
Si -2.372 54.597 26.623 0.037 -0.029 0.008
Si 1.549 48.632 29.645 -0.054 -0.14 0.198
Si -4.308 52.874 30.817 -0.139 0.29 0.763
Si 5.098 63.97 25.13 -0.018 0.045 0.067
Si 12.155 -13.286 26.635 0.151 0.02 0.096
Si 13.249 -6.433 29.714 0.086 -0.09 0.174
Si -6.71 1.023 29.53 -0.026 -0.026 0.045
Si -0.747 0.706 22.643 -0.213 0.224 -0.507
Si 8.634 1.86 23.525 -0.005 0.028 -0.161
Si 12.231 9.353 29.793 0.032 0.005 0.066
Si 7.256 5.208 26.096 -0.051 -0.033 0.007
Si 9.749 22.7 29.274 -0.118 0.099 0.031
Si 17.549 16.036 23.6 -0.087 0.132 -0.057
Si 6.25 46.631 25.842 0.127 0.047 -0.071
Si 9.584 11.268 24.914 -0.158 0.063 -0.062
Si 17.244 39.769 29.501 -0.049 0.066 0.067
Si 28.202 39.695 27.048 0.094 -0.017 -0.038
Si 31.343 61.245 30.02 -0.076 0.041 0.034
Si 12.444 41.075 23.143 -0.186 0.139 -0.028
Si 17 51.685 26.757 0.024 0.038 -0.017
Si -0.372 47.748 27.609 -0.093 0.009 0.054
Si 1.049 66.834 24.857 -0.045 -0.044 0.008
Si -3.293 61.876 22.66 -0.009 -0.061 -0.155
Si 16.43 84.707 26.722 0.001 0.036 0.027
Si 9.974 3.939 25.303 0.006 -0.014 0.035
Si 12.007 17.161 25.063 -0.003 0.013 0.013
Si -12.522 9.085 29.298 -0.11 0.091 -0.07
Si 2.25 24.111 24.453 -0.018 0.069 -0.121
Si -2.752 36.677 29.264 -0.012 0.007 0.003
Si -2.746 34.34 22.427 0.127 -0.021 -0.105
Si -9.779 26.306 29.585 -0.024 0.018 0.009
Si -12.848 34.831 26.11 0.139 -0.092 0.015
Si 10.668 34.659 25.355 0.033 0.113 0.031
Si 15.826 35.952 27.268 0.001 0.075 0.087
Si 6.536 43.561 25.993 -0.098 0.041 -0.033
Si 27.702 48.47 22.593 -0.043 -0.04 -0.105
Si 4.31 54.73 27.061 0.025 -0.075 0.055
Si 2.948 51.12 28.775 -0.074 0.099 -0.011
Si 13.972 68.718 29.023 -0.036 -0.005 0.004
Si 3.28 57.354 22.843 0.078 -0.017 -0.055
Si 5.194 -6.621 29.167 -0.063 0.078 0.028
Si 0.07 -1.557 29.034 -0.194 0.065 0.132
Si 13.76 10.655 27.611 0.023 -0.053 0.04
Si 1.966 3.93 26.607 0.066 -0.127 -0.054
Si 23.69 -2.282 23.11 -0.09 0.017 -0.061
Si 9.402 30.64 27.277 -0.109 0.107 0.074
Si 5.358 16.163 22.515 -0.023 0.065 -0.19
Si 7.794 18.858 25.452 -0.003 0.108 0.031
Si 17.262 31.107 27.296 0.082 -0.088 0.006
Si 4.083 26.35 25.018 0.029 0.165 -0.028
Si 12.207 29.974 27.058 -0.001 -0.003 0.085
Si -0.25 23.699 26.306 0.017 0.009 0.111
Si 0.082 54.257 22.253 -0.026 0.058 -0.167
Si 12.757 46.133 25.069 0.019 -0.027 0.087
Si -14.791 38.315 27.05 -0.045 0.134 -0.039
Si 8.213 46.749 28.29 0.061 0.004 0.141
Si 0.634 68.927 29.423 -0.081 0.042 0.168
Si -9.517 74.263 28.769 -0.042 0.129 0.074
Si 7.76 71.613 28.758 -0.032 -0.006 0.114
Si 9.168 -0.865 24.696 0.149 0.096 0.093
Si 5.634 14.8 29.085 0.01 0.019 0.208
Si 19.845 12.753 32.078 0.139 0.026 0.635
Si 9.204 -7.94 22.076 0.401 -0.184 -0.543
Si 24.546 -8.716 24.822 0.038 0.023 -0.018
Si 6.755 25.916 23.49 0.035 -0.044 -0.153
Si 9.906 50.639 30.151 0.183 0.047 0.153
Si -0.178 28.343 27.167 -0.009 -0.097 0.075
Si 20.714 32.666 29.39 -0.094 0.024 0.032
Si 22.471 40.005 29.781 0.001 0.081 0.114
Si 25.587 43.541 24.857 0.004 -0.037 -0.103
Si 2.296 43.411 27.139 0.016 -0.005 0.021
Si 4.969 42.31 23.653 0.036 0.043 -0.153
Si 15.457 47.325 24.546 -0.094 -0.056 -0.05
Si 25.414 61.743 29.747 0.024 0.032 0.037
Si 3.453 59.119 26.705 0.016 0.082 -0.054
Si 4.911 3.051 25.858 -0.018 0.006 0.027
Si -2.988 6.056 27.696 0 -0.018 -0.117
Si -3.813 -8.77 28.069 0.047 0.049 0.03
Si 2.676 18.064 25.35 -0.138 0.009 0.024
Si -1.605 27.609 24.49 -0.001 -0.12 -0.049
Si -3.924 25.992 29.739 0.09 -0.154 -0.119
Si 5.051 24.686 27.374 -0.123 0.034 0.11
Si -8.7 16.045 24.494 0.044 -0.005 -0.046
Si -25.419 29.041 23.191 -0.021 0.069 -0.086
Si -11.857 29.535 24.453 -0.056 -0.188 0.003
Si -7.837 28.738 29.562 0.052 0.067 0.156
Si 0.271 41 26.925 0.009 -0.086 0.064
Si 1.053 34.728 24.175 0.039 -0.163 -0.227
Si 5.091 65.693 27.488 -0.066 0.001 0.022
Si 0.639 49.082 22.527 0.062 -0.07 -0.123
Si 9.829 44.461 29.254 0.06 -0.02 -0.047
Si 7.415 54.643 26.755 0.036 0.065 -0.015
Si -14.392 8.651 26.75 -0.032 -0.009 0.079
Si 21.196 0.061 30.341 0.358 -0.086 0.52
Si 8.097 8.307 21.979 -0.425 -0.287 -0.415
Si 22.959 7.962 24.582 0.095 0.011 0.02
Si 4.708 6.162 23.083 0.046 -0.011 -0.075
Si 23.414 10.487 26.252 -0.013 0.005 -0.128
Si 9.6 -1.391 27.613 0.087 0.014 0.045
Si 5.035 42.772 28.658 -0.031 -0.006 0.065
Si -5.363 47.813 27.113 -0.012 0.054 0.029
Si 16.212 44.541 23.321 -0.057 -0.053 -0.223
Si 3.771 47.436 24.667 0.072 -0.029 -0.011
Si 3.549 39.578 23.365 -0.039 0.004 -0.201
Si 1.458 31.938 30.218 -0.313 0.399 0.393
Si 20.245 66.556 23.689 0.036 -0.05 0.034
Si 3.128 35.17 21.943 0.353 -0.338 -0.391
Si -2.677 44.263 27.306 -0.049 0.091 0.077
Si 10.331 33.244 28.808 0.056 0.054 0.044
Si 13.739 13.281 22.844 -0.005 0.005 -0.014
Si 0.567 22.39 22.526 -0.033 0.035 -0.1
Si 21.796 21.917 22.442 0.012 0.068 -0.063
Si 15.183 8.16 26.679 0.003 -0.056 -0.094
Si -2.57 25.433 26.168 -0.056 -0.043 0.115
Si 11.782 31.925 23.101 -0.034 0.013 -0.085
Si 6.196 37.504 27.988 0.023 -0.087 0.032
Si 10.531 19.923 25.037 -0.019 -0.119 -0.032
Si 2.319 56.602 25.663 0.006 -0.024 -0.007
Si 15.802 25.756 28.272 0.076 -0.083 0.029
Si 7.489 51.788 25.748 -0.001 0.108 0.014
Si 14.969 41.964 24.59 0.004 -0.031 -0.169
Si 2.963 62.163 26.389 -0.032 0.037 0.029
Si 16.597 54.465 25.294 -0.081 -0.036 0.018
Si -2.138 -1.335 24.463 0.005 0.092 -0.041
Si -5.407 -5.373 22.088 -0.141 -0.007 -0.02
Si -4.039 12.552 25.556 0.116 -0.03 -0.158
Si -1.259 17.854 29.199 -0.021 0.134 -0.02
Si 1.365 20.663 28.962 0.011 0.099 0.098
Si -5.229 24.194 22.586 -0.058 0.007 -0.251
Si 10.962 36.931 27.573 -0.013 -0.044 0.007
Si -20.265 21.559 23.266 0.109 -0.057 -0.119
Si 11.084 24.8 27.32 0.069 -0.017 -0.009
Si 0.162 27.475 22.169 0.025 0.127 -0.154
Si -0.08 44.817 28.527 0.034 0.028 0.025
Si 3.854 31.868 26.509 0.042 0.037 -0.092
Si -3.233 50.434 24.401 0.015 -0.051 -0.023
Si 9.801 50.543 27.15 0.064 0.044 0.02
Si -14.066 50.027 24.781 0.126 0.073 -0.015
Si -2.331 6.156 24.771 -0.024 0.043 0.009
Si 20.735 -13.653 26.24 -0.001 0.071 0.027
Si 16.242 5.546 22.91 0.001 -0.071 -0.083
Si 15.922 11.795 29.474 0.051 -0.05 0.067
Si 3.746 22.756 29.572 0.046 -0.049 -0.014
Si 7.443 33.332 22.528 0.078 0.128 -0.125
Si 4.056 35.478 29.01 0.058 0.052 -0.008
Si -3.687 33.069 26.926 -0.121 0.019 0.095
Si 25.787 25.565 24.858 -0.119 0.022 -0.119
Si 10.139 16.323 22.675 -0.023 0.051 -0.063
Si 25.385 32.328 24.787 0.206 -0.06 -0.019
Si 8.098 58.713 29.255 0.018 -0.045 0.172
Si 44.142 67.756 27.44 -0.014 -0.078 0.071
Si 10.395 45.892 23.418 0.001 0.08 0.037
Si 3.279 81.354 27.33 0.066 -0.006 0.14
Si 14.175 54.472 29.406 0.124 0.007 0.054
Si 11.669 5.332 23.003 -0.029 0.097 -0.11
Si 7.409 -14.084 22.84 -0.014 -0.049 -0.123
Si -5.463 6.692 29.392 0.103 0.027 0.084
Si 4.56 13.512 23.382 0.064 -0.011 0.068
Si 19.524 -1.452 28.63 0.125 0.046 -0.036
Si 1.722 11.7 27.107 0.042 -0.126 0.203
Si 8.22 38.183 23.325 -0.228 0.099 -0.009
Si 8.615 35.705 28.811 -0.182 0.048 -0.004
Si 9.191 20.322 27.622 -0.107 0.031 -0.077
Si 9.219 40.983 23.144 -0.026 -0.097 -0.009
Si 2.576 29.45 22.013 0.367 -0.328 -0.574
Si 23.117 36.544 19.859 -0.161 0.142 -0.59
Si 20.672 37.629 25.666 -0.076 0.046 -0.035
Si 12.265 46.359 29.235 0.011 0.029 0.08
Si 14.349 50.214 27.082 0.007 -0.039 0.013
Si 15.709 33.342 26.278 0.087 0.037 -0.101
Si 16.719 64.06 26.166 0.004 -0.034 0.096
Si 19.166 44.469 24.184 -0.117 -0.011 0.076
O -7.662 10.381 25.916 0.149 -0.097 0.435
O 1.556 -1.916 31.665 0.131 -0.299 -0.106
O 7.778 -7.371 21.531 -0.288 -0.264 -0.038
O -8.413 9.101 29.941 0.489 0.17 -0.469
O -2.86 2.937 30.484 -0.225 -0.231 -0.155
O -9.348 -18.499 27.254 -0.173 0.225 0.173
O 3.004 8.482 30.558 0.15 -0.332 -0.387
O -7.087 10.115 32.002 0.389 0.259 -0.339
O -2.91 5.512 26.157 -0.187 -0.572 0.01
O -10.027 -1.953 24.267 -0.037 0.119 -0.081
O -2.2 16.589 28.851 -0.072 -0.313 -0.508
O -2.095 18.711 30.291 0.146 0.268 -0.268
O 4.361 22.721 21.584 -0.056 0.249 0.304
O 6.298 9.309 25.432 -0.441 0.074 -0.171
O 0.119 20.901 29.983 -0.247 0.058 0.041
O 8.888 23.645 30.27 0.378 -0.066 -0.227
O -1.544 22.762 31.006 -0.011 -0.156 -0.441
O -15.563 20.677 27.453 -0.024 0.231 -0.483
O 11.891 9.861 21.734 0.438 0.167 0.477
O 0.176 36.072 23.883 0.224 0.547 -0.244
O -12.963 29.934 23.343 0.083 0.178 0.254
O 0.907 22.346 31.909 0.436 0.148 -0.095
O -9.848 32.301 21.723 -0.117 -0.466 0.361
O 3.586 23.269 24.783 -0.215 0.056 -0.118
O -12.146 27.984 24.929 0.107 0.033 0.384
O -0.508 26.066 29.847 -0.32 0.322 -0.214
O -4.157 31.368 31.257 0.083 -0.286 -0.628
O 5.327 31.916 30.441 0.049 -0.585 -0.302
O -2.248 29.716 30.456 0.62 0.178 -0.359
O 6.021 43.215 27.466 0.263 0.319 -0.008
O 5.936 42.528 24.917 0.143 -0.486 0.211
O -3.274 45.276 28.384 0.172 -0.109 0.134
O -4.527 42.199 31.292 0.195 0.062 -0.246
O -6.73 55.726 31.332 0.033 0.164 -0.402
O 1.615 51.702 28.064 -0.263 0.145 0.145
O 1.359 44.528 27.852 0.358 0.233 0.224
O 1.068 48.211 28.162 0.339 0.16 -0.564
O 10.065 45.486 21.915 -0.373 0.29 0.141
O 4.721 47.159 25.953 -0.135 -0.048 0.444
O -0.917 43.471 24.229 -0.267 0.167 0.329
O 11.99 59.398 21.018 0.211 0.163 -0.018
O 3.666 55.764 26.004 0.276 0.084 -0.055
O 7.667 53.783 20.436 0.357 -0.215 0.38
O -6.944 62.515 28.355 0.009 -0.367 -0.401
O -3.184 55.731 29.32 -0.153 0.233 0.417
O 3.506 51.041 25.042 -0.1 0.309 -0.397
O -5.011 70.998 30.563 -0.064 -0.136 -0.347
O 5.436 72.854 23.576 -0.311 0.354 -0.29
O 3.632 -10.277 28.507 -0.234 -0.389 -0.063
O 11.02 8.264 29.814 -0.523 0.289 0.207
O 6.114 4.119 25.748 0.013 0.301 -0.181
O 6.858 6.663 25.511 -0.214 0.126 -0.081
O 11.591 1.225 26.387 -0.193 0.269 -0.479
O -3.528 13.743 21.602 0.268 -0.086 -0.173
O -8.577 8.142 32.449 -0.008 -0.248 0.278
O 4.684 2.478 24.363 0.131 0.473 -0.48
O -9.667 21.423 21.493 0.325 0.13 0.268
O 3.592 19.292 24.895 -0.319 0.214 -0.379
O 9.04 14.691 30.026 -0.491 -0.262 -0.013
O 1.974 16.563 28.13 -0.622 -0.203 -0.045
O -6.011 20.602 26.496 0.386 0.375 0.136
O 8.773 15.793 23.36 -0.204 -0.573 -0.161
O 5.836 10.932 21.193 0.271 0.191 0.459
O 3.315 23.78 30.73 0.002 0.226 -0.12
O 1.932 19.146 29.121 0.435 -0.092 -0.134
O 9.649 27.8 22.09 0.418 -0.193 0.121
O 5.775 23.77 26.244 0.53 -0.229 0.049
O 0.755 31.579 28.821 -0.479 0.012 0.13
O 3.883 28.783 31.391 -0.054 0.208 -0.31
O 2.705 25.691 24.406 -0.419 0.399 -0.162
O 9.784 27.129 24.669 0.002 0.116 0.49
O 1.963 30.533 30.847 -0.398 -0.27 -0.103
O -0.107 39.076 30.56 -0.52 0.025 -0.333
O 0.051 44.486 30.096 -0.286 0.518 -0.116
O 16.124 45.983 23.997 0.044 -0.03 -0.097
O -1.74 37.889 24.276 0.282 0.312 -0.337
O 20.698 35.822 22.826 0.127 -0.106 0.443
O 23.163 37.325 23.563 -0.059 0.28 0.191
O 18.407 34.966 25.379 -0.208 0.424 0.382
O 13.031 39.576 23.16 0.153 -0.243 -0.354
O 2 47.378 30.577 -0.07 0.114 -0.139
O 11.946 47.712 28.405 0.079 0.271 0.178
O 2.768 49.646 29.412 0.423 -0.155 -0.064
O 2.848 56.431 30.699 -0.335 -0.396 -0.177
O 0.785 39.567 26.334 -0.199 -0.05 -0.486
O 15.955 64.324 27.583 -0.478 0.195 -0.046
O 6.12 46.218 30.582 -0.241 0.037 -0.172
O -1.357 54.531 25.384 -0.151 -0.167 -0.411
O 15.706 46.334 28.353 -0.155 0.014 0.108
O 1.292 58.516 31.499 0.013 -0.162 -0.419
O 10.758 49.336 26.617 0.045 -0.076 -0.165
O 9.156 57.989 28.292 0.394 0.336 -0.018
O -1.239 72.073 31.355 -0.095 0.212 -0.649
O 0.396 70.166 30.46 0.09 0.402 -0.457
O 13.171 -12.08 29.712 0.203 -0.589 -0.19
O 8.339 1.753 30.217 -0.235 0.01 -0.415
O 11.823 6.452 28.097 -0.233 0.153 -0.41
O 8.862 -8.841 23.367 -0.157 -0.39 -0.064
O 14.489 11.341 28.885 -0.388 -0.007 0.205
O 10.758 -0.557 24.677 0.091 -0.294 -0.382
O 26.327 -5.887 32.084 -0.177 0.089 -0.131
O 19.985 13.084 24.638 0.134 -0.339 0.198
O 12.906 12.547 24.042 0.026 -0.122 0.04
O 10.858 11.84 25.688 -0.209 0.01 0.211
O -1.936 14.612 23.492 0.151 -0.193 0.221
O 4.844 20.578 23.107 -0.193 -0.619 -0.506
O 5.622 15.472 30.578 0.435 0.006 0.03
O 10.709 21.815 30.212 0.428 -0.028 -0.379
O 16.382 34.418 27.319 0.246 -0.003 0.593
O 10.656 23.537 28.229 0.042 0.096 -0.114
O -4.476 31.16 21.665 -0.494 0.209 0.173
O 17.65 18.511 26.108 -0.173 -0.406 0.02
O -0.307 31.777 26.515 -0.435 -0.242 -0.106
O 7.677 29.813 30.447 -0.613 0.139 -0.419
O 15.107 43.347 32.031 -0.616 -0.071 -0.147
O 13.207 24.632 30.134 -0.194 -0.163 -0.377
O 9.163 34.257 28.314 -0.042 -0.171 -0.371
O 16.229 24.241 27.848 0.245 -0.321 0.428
O 8.845 40.801 21.556 -0.135 0.448 -0.015
O 9.317 33.794 25.433 -0.52 0.329 0.195
O 7.981 35.543 20.336 0.071 0.163 0.32
O -8.246 47.15 32.144 0.161 -0.54 -0.055
O 9.656 43.675 30.658 -0.584 0.111 -0.069
O 5.151 49.322 20.738 -0.196 0.119 0.021
O 25.654 45.075 24.319 -0.612 0.115 0.312
O 13.59 45.02 25.883 0.171 -0.108 -0.32
O 7.959 57.779 30.59 -0.378 -0.135 0.044
O 8.58 51.06 30.968 -0.494 -0.556 -0.139
O 5.933 51.391 25.857 -0.036 -0.037 -0.408
O 0.313 49.453 30.284 -0.193 0.266 -0.556
O 11.885 60.809 23.087 0.01 0.07 0.629
O 12.733 53.546 26.612 -0.327 0.236 0.143
O 23.533 61.526 22.578 0.55 -0.367 -0.26
O -1.53 48.874 27.884 -0.006 -0.198 0.206
O 10.562 65.728 30.677 -0.01 0.18 0.01
O -5.525 3.686 26.668 0.293 0.384 0.09
O -6.92 3.037 32.181 0.329 -0.153 0.058
O -3.603 -7.208 28.395 -0.024 0.331 -0.245
O 7.404 5.128 27.704 -0.428 -0.441 0.123
O 3.591 5.765 24.181 -0.056 -0.291 -0.035
O 16.769 8.086 27.02 -0.058 -0.227 0.19
O -0.789 6.437 21.756 0.317 -0.154 0.272
O 1.392 21.274 21.7 0.334 0.206 0.069
O -2.467 4.981 28.776 0.147 0.214 0.26
O 9.063 19.388 24.565 -0.129 -0.027 -0.428
O -7.608 4.938 25.489 0.299 0.566 -0.266
O -7.665 29.404 23.909 0.054 0.414 0.248
O -3.121 35.525 30.333 -0.696 -0.187 0.019
O 5.093 21.318 25.63 0.141 -0.208 0.707
O -6.522 25.201 26.402 -0.305 -0.095 0.093
O 12.624 39.831 28.476 0.466 0.215 -0.045
O -4.309 14.07 26.021 0.068 0.178 -0.337
O 6.292 16.575 23.758 -0.074 0.341 0.242
O -11.032 25.698 24.158 -0.084 -0.152 -0.097
O 2.654 24.54 20.662 0.18 0.093 0.414
O -6.352 23.406 21.7 -0.524 -0.183 0.238
O -2.648 21.281 24.205 -0.135 -0.095 0.2
O -1.514 33.349 22.024 0.387 -0.044 0.64
O -0.02 39.26 21.914 -0.423 -0.262 0.617
O -2.295 49.761 25.543 0.049 -0.3 -0.046
O -4.484 33.594 25.632 0.134 0.014 -0.355
O 6.732 34.771 22.803 0.109 0.024 0.334
O 3.008 38.063 26.463 0.234 0.255 0.033
O 2.815 44.041 25.748 0.455 0.31 0.135
O 7.743 32.515 23.876 -0.34 -0.008 0.416
O 1.291 41.586 21.806 0.057 0.568 0.3
O 3.516 42.99 28.126 -0.29 -0.276 0.262
O 3.986 43.582 23.479 0.024 0.26 -0.443
O 5.836 42.059 22.299 0.6 -0.138 0.212
O 0.69 36.965 26.948 0.039 -0.142 -0.083
O 3.153 46.055 24.11 -0.325 0.116 -0.341
O 6.801 49.814 23.305 -0.079 -0.012 0.068
O 27.188 35.244 23.866 -0.151 -0.219 -0.157
O 10.604 49.325 21.462 -0.044 -0.107 -0.078
O -2.86 62.638 24.002 -0.182 -0.05 0.221
O 2.667 58.732 22.252 0.056 0.258 0.167
O 3.357 56.222 21.686 -0.38 -0.047 0.006
O 2.34 56.922 24.076 -0.577 0.165 -0.138
O 1.039 65.452 25.692 0.25 0.178 -0.103
O -7.741 60.225 29.519 -0.221 -0.076 0.083
O 0.467 69.48 22.261 0.069 -0.377 0.459
O 18.032 5.11 20.231 -0.308 0.374 0.222
O 8.433 -9.885 27.739 -0.049 -0.249 0.535
O 7.106 -1.37 21.798 -0.03 0.401 -0.022
O 11.002 -0.169 21.154 0.186 -0.076 0.313
O 10.521 6.115 22.139 0.149 0.46 -0.165
O 9.746 1.826 22.341 0.278 0.219 0.123
O 7.293 2.643 23.015 -0.263 -0.282 0.028
O 8.185 4.832 22.047 0.266 -0.016 0.105
O 3.661 17.22 26.32 0.602 -0.053 -0.124
O 10.938 13.147 30.91 -0.161 -0.287 -0.5
O 1.874 10.236 26.452 -0.223 -0.041 -0.382
O 1.204 23.831 25.651 0.366 -0.16 0.477
O 12.464 20.776 21.838 0.348 -0.649 0.316
O 12.99 2.703 27.943 0.352 -0.424 -0.099
O 3.169 19.147 32.135 -0.109 0.17 -0.289
O 5.142 27.288 20.909 -0.276 0.014 -0.01
O -4.76 25.957 28.352 -0.188 0.517 -0.214
O 8.094 19.241 20.857 0.011 -0.173 0.498
O -0.346 34.586 20.139 0.189 0.293 0.334
O 12.353 33.4 22.835 -0.162 0.18 0.06
O 7.924 25.249 24.401 -0.117 -0.203 0.428
O 13.947 28.728 23.61 -0.128 0.123 -0.293
O 11.669 46.915 25.974 -0.233 -0.069 -0.064
O 4.94 43.959 20.865 0.144 0.358 0.588
O 2.259 31.702 26.624 -0.166 0.381 -0.163
O 8.378 39.741 23.857 -0.192 0.004 0.566
O 1.941 39.68 23.558 -0.122 -0.006 0.237
O 9.807 29.559 20.148 0.088 0.263 0.272
O 8.578 38.244 21.739 -0.136 -0.251 -0.066
O -0.055 33.661 24.762 -0.142 -0.595 -0.128
O 1.709 50.062 23.255 -0.001 0.291 -0.13
O 5.677 37.982 26.517 0.209 0.322 -0.056
O 12.468 47.533 21.855 0.258 -0.503 0.373
O 11.899 45.457 23.872 0.42 -0.627 -0.116
O 4.691 48.159 23.534 -0.562 0.054 -0.327
O 5.019 54.835 30.689 -0.003 0.196 -0.003
O 5.352 43.726 29.928 0.343 -0.298 -0.035
O -0.272 66.949 23.912 -0.233 0.305 0.071
O 13.904 57.839 30.756 0.278 0.073 -0.117
O 4.051 64.011 29.986 -0.268 -0.468 0.376
O 12.711 41.768 21.713 0.482 0.155 0.016
O 9.326 67.887 24.796 -0.132 -0.261 0.277
O 4.364 65.179 24.372 -0.036 0.001 -0.161
O 7.62 55.173 25.242 -0.103 -0.421 -0.504
O 6.664 58.823 28.508 -0.089 0.398 -0.796
O 16.375 -2.489 21.845 -0.18 0.347 0.652
O 12.442 4.271 22.044 0.279 -0.285 0.184
O 20.348 -2.538 25.343 0.047 -0.339 -0.483
O 8.688 0.754 20.254 -0.509 0.418 0.26
O 6.297 3.511 20.672 0.286 0.102 0.11
O 6.32 15.433 21.458 -0.044 -0.092 0.115
O 18.679 1.493 23.911 -0.165 0.246 -0.527
O 17.838 4.062 28.147 -0.04 0.056 -0.075
O 19.776 11.37 20.11 -0.292 0.167 0.116
O 7.922 19.597 26.9 -0.427 -0.306 0.259
O 12.768 6.322 23.707 -0.328 0.405 0.014
O 16.584 10.587 20.964 -0.279 -0.008 0.499
O 8.877 16.848 28.495 -0.216 0.145 -0.543
O 10.758 15.353 21.54 -0.329 -0.047 -0.083
O 23.704 7.652 27.981 0.212 0.229 -0.791
O 14.447 16.891 22.159 -0.237 0.26 0.021
O 6.754 25.452 21.921 0.274 -0.24 0.281
O 16.235 21.632 23.774 0.235 -0.104 0.164
O 13.57 16.89 24.705 0.209 0.254 0.184
O 15.514 18.595 27.824 -0.164 -0.155 -0.229
O 15.417 28.372 21.372 -0.144 0.034 0.239
O 4.959 36.79 28.769 -0.434 0.298 0.116
O 15.591 28.276 25.67 0.008 0.273 -0.216
O 1.449 28.392 22.509 0.047 -0.224 0.3
O 9.889 36.701 28.759 0.341 0.412 0.416
O 12.008 37.505 24.37 -0.004 0.047 0.298
O 15.773 26.896 23.491 -0.036 -0.451 0.169
O 5.173 54.338 21.094 -0.001 -0.138 0.275
O 10.965 43.435 20.668 -0.394 -0.151 0.314
O 10.684 43.222 25.538 0.291 0.292 -0.211
O 15.291 41.532 26.129 -0.539 -0.189 0.056
O 20.213 39.381 21.782 0.099 -0.569 0.098
O 14.112 51.418 20.796 -0.474 0.051 -0.322
O 15.108 53.336 22.332 -0.128 -0.171 -0.112
O 20.957 50.332 31.332 0.371 -0.263 -0.445
O 17.792 44.166 23.369 0.275 -0.467 -0.427
O 15.527 44.642 21.838 0.271 -0.462 0.126
O 10.966 56.196 27.869 -0.042 -0.188 0.158
O 22.273 59.826 23.97 0.172 0.641 0.495
O 18.809 68.065 21.107 0.034 0.072 0.33
O 11.174 64.105 27.199 0.55 -0.271 0.154
O 13.25 64.701 25.566 0.279 0.182 0.371
O 20.895 61.575 22.619 0.046 0.239 0.746
O 20.106 66.562 30.693 -0.196 0.046 0.063
O 5.714 4.905 22.851 -0.102 -0.249 0.103
O 3.538 -2.831 27.869 0.576 -0.59 0.328
O -5.328 -10.573 20.932 0.08 0.131 0.492
O 1.358 12.673 25.888 -0.474 -0.062 -0.254
O 2.265 17.169 24.065 0.331 0.252 -0.322
O -14.842 25.539 31.306 -0.027 0.104 0.073
O -0.605 22.968 21.571 0.014 -0.062 0.349
O -2.495 24.576 20.68 0.116 -0.116 0.55
O 9.787 14.695 27.463 -0.19 -0.46 -0.359
O -9.695 12.02 25.909 -0.149 0.279 0.551
O -15.061 15.79 22.015 0.329 -0.141 0.066
O 5.2 13.215 29.087 0.432 -0.384 0.257
O 5.316 27.122 30.214 -0.425 -0.042 -0.492
O -1.891 38.43 20.324 -0.158 0.222 0.535
O -0.907 18.516 20.305 -0.24 0.265 0.222
O 8.661 31.33 26.015 -0.567 0.241 -0.05
O -11.17 39.207 30.825 -0.454 0.265 -0.187
O 6.637 38.875 28.727 0.576 0.136 0.054
O -7.483 42.46 23.703 -0.412 -0.049 -0.061
O 2.135 40.522 30.257 0.134 -0.203 -0.256
O -14.32 34.381 22.891 -0.009 -0.638 0.103
O 4.14 40.964 23.928 -0.224 0.128 0.288
O 1.259 53.417 21.537 0.061 -0.008 0.166
O -12.23 50.962 27.658 0.488 -0.491 0.221
O -2.268 51.213 23.378 0.561 0.065 0.068
O 8.446 50.604 26.285 0.052 -0.613 -0.204
O -3.837 62.979 21.608 -0.114 -0.058 -0.067
O 7.837 52.038 24.186 0.411 0.576 -0.251
O 2.303 57.982 26.528 -0.495 -0.001 0.448
O 8.469 45.21 28.779 -0.399 -0.115 -0.305
O 4.893 5.111 31.868 0.025 0.505 -0.346
O 15.983 -0.699 30.361 -0.216 0.631 -0.26
O 1.512 -2.445 26.222 -0.224 -0.23 -0.189
O 4.301 15.088 23.094 -0.46 0.452 0.149
O 9.435 9.169 21.592 0.144 -0.234 -0.362
O -1.494 12.274 22.166 0.132 0.022 0.449
O 1.639 5.342 25.898 -0.21 0.109 0.348
O 1.525 14.596 24.22 -0.387 -0.462 -0.058
O 2.814 19.211 20.925 -0.057 -0.034 0.394
O 8.25 18.251 30.547 -0.217 -0.081 -0.203
O 10.761 17.505 30.27 0.001 0.223 -0.159
O -4.776 16.517 26.486 -0.106 0.321 0.182
O 5.951 22.857 23.688 0.383 0.144 0.163
O -4.7 18.732 25.112 0.527 0.308 0.32
O -1.312 24.649 25.533 -0.027 -0.013 -0.511
O 2.838 32.779 29.914 -0.017 0.744 -0.002
O 3.088 35.654 30.28 0.072 -0.172 -0.229
O 12.814 31.116 24.063 0.586 0.059 0.31
O 8.843 33.577 21.703 0.447 -0.361 0.181
O 10.324 31.921 23.828 -0.193 -0.301 -0.307
O 12.949 39.429 25.846 0.057 0.247 0.007
O 12.75 42.937 27.208 0.304 -0.329 0.018
O 4.219 38.377 24.23 0.16 -0.475 -0.027
O 1.088 50.474 25.778 -0.284 -0.254 -0.063
O -5.468 45.654 29.619 -0.178 0.387 0.423
O -5.981 43.405 28.145 0.141 0.084 -0.069
O 3.015 51.483 20.745 0.05 0.03 0.273
O -4.32 59.603 30.456 -0.218 -0.374 -0.347
O -2.034 60.031 29.226 -0.098 -0.092 -0.847
O 6.32 52.149 22.043 -0.618 -0.243 0.124
O 17.462 68.078 25.88 -0.403 0.132 0.108
O 17.799 2.433 30.181 -0.012 -0.616 -0.36
O 33.436 -12.232 25.982 0.233 0.071 0.151
O 21.619 1.809 26.823 0.378 -0.124 -0.008
O -7.212 -0.184 28.581 -0.623 -0.103 0.007
O 22.235 -10.388 27.23 0.188 0.315 0.537
O 9.33 6.325 29.102 0.047 -0.311 0.138
O 35.541 -4.772 26.218 -0.448 0 -0.467
O 10.963 4.525 24.193 -0.027 -0.25 0.04
O 11.914 10.746 30.547 -0.23 0.059 -0.484
O 4.589 17.408 21.828 -0.054 -0.076 0.659
O 3.059 3.406 32.047 -0.384 0.246 -0.273
O 20.569 1.118 22.109 0.248 0.012 0.145
O 15.79 13.285 30.115 0.577 0.346 -0.259
O 3.069 12.297 27.793 0.223 0.333 -0.373
O 6.513 10.384 31.521 -0.103 0.053 -0.576
O 5.722 -0.776 26.52 0.723 -0.148 0.305
O 2.393 8.563 20.907 0.151 0.241 0.195
O 11.07 21.05 24.029 -0.402 0.158 -0.017
O 14.291 25.942 27.64 -0.39 -0.021 0.147
O 9.806 28.314 30.456 0.321 0.333 -0.216
O 5.936 29.761 23.767 0.09 0.269 0.078
O 5.986 36.928 21.219 -0.388 0.27 0.028
O 27.606 36.96 21.877 -0.037 0.58 -0.092
O 18.005 38.66 28.618 0.377 -0.306 0.214
O 4.98 34.171 29.271 0.75 0.015 0.273
O 7.892 47.72 29.56 0.427 0.264 -0.202
O 13.85 47.166 24.493 -0.336 0.081 -0.016
O 15.915 40.986 23.729 -0.054 -0.324 -0.215
O 2.625 48.481 25.096 -0.345 -0.19 0.456
O 6.122 78.508 23.633 0.197 0.111 -0.485
O 13.324 56.085 26.741 0.021 0.437 -0.52
O 14.468 64.977 23.194 -0.397 -0.012 -0.397
O 23.443 69.211 31.335 -0.306 -0.29 -0.323
O 16.029 47.532 26.027 0.095 -0.28 -0.132
O 9.84 60.997 21.505 -0.004 0.335 0.339
O 15.868 62.241 29.093 0.212 -0.352 -0.274
O -0.789 3.002 28.908 0.036 -0.315 -0.093
O -8.901 14.633 25.291 -0.014 0.157 0.586
O 2.727 17.091 30.436 0.621 -0.158 -0.198
O 0.137 17.348 29.868 0.028 -0.164 0.518
O -5.124 16.473 23.849 0.053 -0.187 0.015
O -12.151 23.669 28.299 -0.019 -0.236 -0.065
O -10.194 25.464 28.28 0.162 -0.085 -0.152
O -2.756 26.633 25.105 -0.713 0.184 0.04
O -2.343 35.349 23.613 0.001 0.063 0.38
O -3.894 29.231 28.455 -0.423 0.045 0.258
O -0.882 19.802 25.509 -0.162 -0.267 -0.37
O 0.944 29.498 27.199 0.431 -0.179 -0.215
O -6.87 37.361 23.924 0.071 -0.276 0.25
O -0.975 22.267 26.148 -0.096 -0.058 0.511
O 2.108 51.051 32.072 -0.162 -0.104 -0.338
O -1.302 36.388 28.604 0.197 -0.011 0.188
O -1.272 33.974 31.264 0.23 0.07 -0.599
O 1.449 42.091 26.77 0.216 -0.142 -0.207
O -6.423 31.771 28.31 0.123 -0.005 0.286
O 10.611 51.952 27.09 -0.148 0.502 -0.018
O 10.837 38.452 27.052 -0.578 -0.046 0.119
O 6.951 47.456 24.612 0.409 -0.154 -0.066
O -2.958 41.854 24.246 -0.13 0.609 0.318
O -0.364 55.637 21.505 0.188 0.275 0.22
O -1.18 43.882 27.774 0.242 -0.604 -0.016
O 4.985 57.14 29.461 0.579 -0.259 0.002
O 15.385 54.634 30.462 0.282 0.115 -0.346
O 6.162 45.054 25.505 -0.189 -0.037 -0.543
O 20.328 59.241 28.223 -0.161 0.05 0.252
O 14.347 61.151 22.001 -0.078 -0.599 0.171
O 6.996 57.661 24.89 0.152 0.324 -0.003
O -2.794 12.813 31.348 0.192 0.083 -0.094
O 16.986 -0.067 22.211 0.476 0.423 0.086
O 12.31 -1.297 31.634 0.006 0.003 -0.358
O 8.845 -2.108 23.713 0.369 -0.658 -0.085
O 4.139 -3.343 20.093 -0.368 -0.395 -0.239
O 13.264 11.805 26.601 0.266 0.211 0.111
O 7.983 17.237 25.537 0.269 -0.202 0.515
O 2.827 14.751 26.492 0.182 -0.133 -0.003
O 5.327 8.543 29.267 -0.01 -0.26 0.3
O -1.571 9.714 26.763 0.17 0.25 -0.4
O 4.139 12.729 22.06 -0.573 0.183 -0.053
O 4.017 10.691 29.478 0.251 -0.193 0.059
O 12.707 31.486 27.148 0.407 -0.078 0.22
O -15.124 36.96 31.411 -0.14 0.214 -0.277
O 8.674 29.482 28.133 -0.41 -0.416 -0.283
O 1.539 23.563 23.097 0.123 0.207 -0.297
O 3.694 45.354 31.086 -0.265 -0.454 -0.335
O 7.53 29.25 21.586 -0.448 0.566 -0.222
O 11.305 26.142 30.901 -0.259 -0.296 0.077
O 13.588 38.073 30.098 0.382 -0.077 0.164
O 4.484 31.852 27.998 0.337 -0.418 -0.021
O 20.769 36.007 25.532 0.444 -0.156 -0.227
O 7.467 40.592 30.54 0.136 0.6 -0.537
O 10.633 49.335 30.769 0.192 -0.425 -0.154
O 8.142 43.441 26.012 0.035 -0.307 0.506
O 9.52 47.226 27.481 -0.037 -0.006 -0.114
O 5.342 41.229 29.076 -0.167 -0.107 -0.006
O 3.342 52.105 30.007 0.097 0.776 -0.236
O 6.706 47.594 21.927 0.198 -0.403 0.195
O -1.039 48.2 32.058 -0.035 -0.194 -0.432
O 4.791 57.554 23.398 0.28 -0.179 -0.321
O 10.927 51.892 30.118 -0.133 -0.094 -0.565
O 10.122 58.646 22.615 -0.015 0.121 0.594
O 20.326 71.889 21.703 0.048 -0.081 -0.02
O -1.483 54.289 27.953 0.367 0.037 0.003
O 1.66 63.857 28.997 0.107 -0.207 0.412
O 10.406 -3.675 30.691 0.079 0.496 0.171
O 15.61 -1.736 25.105 0.222 -0.584 -0.052
O 8.765 -1.256 26.223 -0.608 0.002 -0.03
O 13.581 8.002 20.915 -0.09 0.02 0.243
O 12.209 14.863 28.506 -0.233 -0.55 -0.066
O 13.469 8.631 30.56 0.181 0.219 -0.462
O 16.092 16.505 24.126 0.063 0.075 0.686
O 20.532 25.823 26.563 -0.134 0.222 0.023
O 8.636 12.461 24.326 0.351 0.496 -0.358
O 8.81 21.698 28.394 -0.344 0.272 0.012
O 6.988 25.305 30.771 -0.143 -0.212 0.29
O 4.127 33.349 25.87 0.274 0.065 -0.588
O 11.714 25.471 21.768 0.104 0.388 0.328
O 10.438 33.218 30.422 -0.135 0.496 0.079
O 4.416 30.615 25.659 -0.048 0.105 0.224
O 10.671 29.903 26.622 -0.333 -0.332 -0.191
O 12.146 49.415 23.624 -0.252 0.034 0.207
O 27.173 40.911 23.405 0.089 -0.302 0.241
O 16.724 27.86 31.784 -0.207 0.409 -0.391
O 9.42 50.25 28.678 -0.448 -0.466 -0.048
O 13.874 62.128 30.751 -0.074 -0.069 -0.352
O 24.067 53.068 26.707 0.378 -0.371 0.556
O 21.58 59.596 30.515 0.211 -0.175 -0.093
O 13.12 46.69 30.551 0.211 0.034 -0.439
O 22.039 65.773 28.991 0.69 0.116 0.026
O 13.965 57.46 20.765 -0.109 0.062 0.486
O 16.182 49.88 21.387 0.341 -0.048 0.353
O 15.487 51.356 27.179 -0.196 0.272 0.163
O 7.359 42.939 20.324 0.338 -0.086 0.422
O 3.537 -0.136 27.709 -0.275 0.332 -0.397
O 1.112 6.412 23.574 0.198 0.394 -0.34
O -13.355 8.558 28.002 0.08 -0.204 -0.02
O 6.788 10.238 27.818 -0.191 0.361 0.196
O 1.473 -1.076 19.954 -0.176 -0.244 -0.32
O 8.296 0.373 24.084 -0.486 -0.088 -0.161
O 9.867 17.723 21.913 0.058 0.447 0.514
O 7.02 27.489 23.496 0.073 -0.086 0.214
O -6.124 10.359 23.749 0.215 -0.281 0.193
O 0.414 26.881 27.562 0.558 -0.002 -0.189
O 6.711 20.21 31.301 0.197 -0.174 -0.224
O -6.515 19.303 28.698 0.596 -0.025 -0.097
O -3.361 29.221 25.871 0.394 -0.429 0.117
O 0.677 26.195 21.345 -0.127 -0.331 -0.091
O 7.722 27.357 29.233 0.358 -0.137 -0.614
O -1.321 28.717 28.249 -0.086 0.304 -0.228
O 0.037 40.745 28.526 -0.471 0.334 0.121
O 10.648 35.879 26.398 -0.113 0.237 -0.263
O 7.416 36.414 27.957 -0.101 0.063 -0.318
O 12.472 36.708 28.1 0.091 -0.096 -0.187
O 0.999 55.727 26.002 -0.183 0.31 0.507
O -1.5 36.022 25.992 -0.558 -0.285 0.245
O 5.815 59.675 21.281 -0.289 0.087 -0.097
O -3.315 51.01 27.573 -0.136 0.025 0.629
O 0.629 54.542 23.732 0.397 0.164 -0.004
O 6.829 53.04 31.484 -0.008 -0.082 -0.126
O 6.82 71.427 30.074 -0.04 0.649 -0.096
O -13.717 -2.102 22.009 0.089 0.082 0.62
O 7.867 8.36 23.608 0.256 0.158 0.368
O 7.963 -2.713 30.531 -0.358 0.275 -0.348
O 16.479 10.764 30.578 -0.14 -0.293 -0.209
O -1.581 7.545 25.221 -0.016 0.477 -0.382
O 2.472 7.801 25.47 0.481 0.061 -0.131
O 7.106 14.881 28.377 -0.04 -0.279 -0.181
O -1.977 7.319 27.788 0.325 -0.03 0.46
O 12.284 23.145 22.965 0.476 0.181 0.144
O 10.017 11.771 21.572 0.381 0.172 0.576
O 3.07 12.907 30.481 -0.377 0.299 -0.27
O 12.58 9.743 28.255 -0.538 -0.092 -0.517
O 6.347 19.188 24.817 -0.006 -0.167 -0.24
O 4.971 21.879 30.207 0.227 0.003 -0.453
O 1.814 30.755 21.391 0.095 0.053 0.289
O -3.173 35.247 21.145 0.326 0.034 -0.138
O -4.018 20.161 31.307 -0.143 0.114 -0.205
O 11.32 29.021 23.735 -0.109 -0.12 -0.399
O 2.239 36.364 21.261 -0.178 0.008 -0.134
O 25.24 44.81 19.694 -0.072 0.438 0.042
O 10.998 41.048 26.882 -0.237 0.005 0.141
O 11.07 38.847 30.42 -0.179 0.046 -0.31
O -5.81 39.523 20.148 0.254 -0.271 0.292
O 6.53 36.98 31.47 0.165 -0.04 -0.089
O -0.436 48.542 23.594 -0.238 0.162 0.226
O 10.339 47.522 23.432 -0.484 0.178 0.53
O 8.68 51.051 21.854 -0.217 0.307 0.176
O -12.269 53.246 26.463 -0.453 -0.054 -0.251
O 17.484 42.489 31.5 -0.165 0.076 -0.009
O 4.708 58.596 25.838 0.215 -0.331 0.24
O 16.01 -4.752 31.08 -0.047 -0.016 -0.311
O 15.124 5.223 24.05 -0.219 -0.427 0.403
O 3.56 3.683 26.483 0.224 0.186 -0.077
O 0.591 11.752 28.23 -0.302 0.091 -0.158
O 4.556 15.645 28.225 0.227 0.515 -0.019
O 10.504 2.074 28.681 -0.137 0.162 0.04
O 2.54 21.754 29.145 0.069 -0.093 -0.338
O -5.899 24.694 23.937 0.197 -0.201 0.281
O 8.176 35.413 30.327 0.266 -0.12 0.058
O 13.368 27.283 29.86 0.186 -0.111 0.203
O 12.4 24.575 26.369 -0.166 -0.633 -0.317
O -4.533 33.647 28.204 0.383 0.138 0.364
O 3.204 35.125 27.68 -0.48 0.132 0.159
O 17.722 47.827 21.827 0.185 -0.239 0.555
O 20.004 41.878 32.007 0.124 -0.089 -0.122
O 14.63 50.717 31.413 -0.082 0.026 -0.428
O 19.997 61.406 31.538 -0.161 -0.123 -0.523
O 14.146 33.525 26.635 0.015 0.387 0.025
O 19.257 46.016 20.803 0.175 -0.105 0.323
O 12.177 51.545 25.101 -0.325 0.262 -0.244
O 12.539 53.006 21.996 -0.304 0.093 0.559
O 25.704 57.02 25.88 0.503 0.543 -0.253
O -8.134 13.612 20.843 0.065 -0.089 0.479
O 0.478 60.222 21.647 -0.086 -0.389 0.412
Si 0.109 2.728 8.28 -0.003 0.008 0.004
Si 2.792 0.042 8.242 -0.002 -0.015 0.009
Si 0.089 8.123 8.254 -0.003 -0.013 -0.018
Si 2.831 5.415 8.281 0.02 -0.01 0.014
Si 0.021 13.587 8.212 -0.001 -0.003 -0.013
Si 2.78 10.826 8.288 -0.007 -0.025 -0.01
Si 0.003 19.012 8.105 -0.01 -0.01 0.003
Si 2.738 16.325 8.205 -0.006 0.003 0.003
Si -0.016 24.441 7.992 0.001 0.011 -0.011
Si 2.734 21.727 8.052 -0.015 0.002 -0.008
Si -0.071 29.922 8.008 0.009 -0.007 0.004
Si 2.67 27.18 7.993 -0.006 0 -0.005
Si -0.068 35.399 8.027 -0.006 -0.008 -0.004
Si 2.676 32.664 8.031 0.003 0.003 -0.001
Si -0.084 40.859 8.115 -0.003 0.004 0.006
Si 2.638 38.148 8.072 0.005 0.003 -0.003
Si -0.091 46.31 8.173 0.015 -0.014 0.003
Si 2.63 43.601 8.147 0.004 0.004 0.005
Si -0.023 51.728 8.238 0.009 -0.025 0.005
Si 2.686 49.039 8.224 -0.013 0.022 0.014
Si 0.023 57.181 8.265 0.01 0.026 0
Si 2.728 54.439 8.258 -0.009 0.004 0.006
Si 0.021 62.651 8.259 -0.012 -0.007 0.005
Si 2.752 59.91 8.255 -0.015 -0.009 -0.002
Si 5.498 2.726 8.252 -0.006 -0.012 0.009
Si 8.205 0.038 8.241 0.009 -0.008 -0.007
Si 5.539 8.115 8.27 0.002 -0.001 0
Si 8.239 5.43 8.262 -0.013 0.003 -0.004
Si 5.487 13.585 8.273 -0.013 -0.02 -0.001
Si 8.256 10.849 8.278 0.011 0.006 0.008
Si 5.472 19.07 8.132 0.01 0.016 0.007
Si 8.225 16.346 8.184 -0.009 -0.006 0.001
Si 5.448 24.438 8.026 -0.009 -0.008 -0.003
Si 8.196 21.723 8.041 -0.018 -0.004 -0.005
Si 5.403 29.914 8.004 -0.004 0.006 -0.001
Si 8.151 27.187 7.982 0.007 -0.009 -0.009
Si 5.394 35.389 8.068 0.003 0.015 -0.005
Si 8.13 32.637 8.035 -0.013 -0.01 -0.002
Si 5.346 40.862 8.128 -0.009 -0.007 -0.002
Si 8.116 38.111 8.114 0.017 0.021 -0.001
Si 5.376 46.321 8.194 -0.008 -0.005 0.012
Si 8.087 43.587 8.183 -0.012 0.008 -0.005
Si 5.419 51.74 8.207 -0.01 0.018 0.007
Si 8.113 49.017 8.19 -0.004 0.005 -0.003
Si 5.481 57.183 8.272 -0.003 0.012 0.007
Si 8.137 54.484 8.235 -0.014 -0.006 0.011
Si 5.483 62.668 8.248 -0.008 -0.007 -0.008
Si 8.204 59.938 8.281 0.008 0.001 0.003
Si 10.951 2.736 8.236 -0.004 -0.009 -0.006
Si 13.674 0.033 8.275 0.007 0.001 0.004
Si 10.968 8.131 8.292 -0.008 0.004 0.009
Si 13.718 5.412 8.278 -0.001 0.003 -0.002
Si 10.977 13.587 8.218 0.003 -0.003 0.011
Si 13.697 10.875 8.271 -0.004 -0.001 0.011
Si 10.914 19.018 8.075 0.007 -0.002 -0.006
Si 13.63 16.298 8.145 -0.003 -0.003 0.01
Si 10.881 24.451 8.001 -0.015 -0.006 -0.005
Si 13.613 21.736 8.025 -0.005 -0.014 -0.01
Si 10.856 29.913 7.988 0.005 -0.003 0.002
Si 13.572 27.175 7.997 0.005 -0.007 -0.004
Si 10.834 35.369 8.056 0 -0.005 -0.004
Si 13.555 32.644 7.994 -0.009 0.002 0.005
Si 10.837 40.85 8.139 0.001 -0.015 0.002
Si 13.556 38.119 8.093 0.012 0.009 0
Si 10.815 46.297 8.191 0.023 0.032 0.004
Si 13.515 43.57 8.136 -0.014 -0.024 0.001
Si 10.871 51.737 8.213 0.012 0.016 0.005
Si 13.574 48.996 8.2 0.016 0.011 0.007
Si 10.881 57.208 8.257 -0.013 -0.011 -0.002
Si 13.611 54.476 8.244 0.006 0.001 -0.008
Si 10.909 62.643 8.3 0.019 -0.006 0.008
Si 13.596 59.935 8.268 0.001 0.005 -0.005
Si 1.461 4.074 9.659 0.005 -0.001 0.005
Si 4.138 1.379 9.637 -0.008 -0.003 -0.006
Si 1.421 9.48 9.646 0.021 0.001 0.009
Si 4.17 6.782 9.648 0.001 0.005 0.002
Si 1.382 14.96 9.559 0.003 0.01 -0.004
Si 4.123 12.228 9.627 -0.018 0.016 0.013
Si 1.377 20.383 9.446 0.019 0.001 0
Si 4.12 17.702 9.518 -0.005 0.001 -0.002
Si 1.327 25.817 9.373 0 -0.003 0.002
Si 4.092 23.096 9.415 0.013 -0.003 0.002
Si 1.304 31.28 9.366 -0.009 0 0.004
Si 4.035 28.545 9.356 -0.001 -0.004 0.007
Si 1.287 36.753 9.408 0.001 0.002 -0.001
Si 4.033 34.013 9.41 0.006 -0.007 0
Si 1.282 42.209 9.479 -0.001 -0.008 0.002
Si 4.003 39.479 9.462 -0.017 0.011 0.01
Si 1.307 47.653 9.537 0.006 0.01 -0.002
Si 4.024 44.934 9.514 0.002 0.009 -0.004
Si 1.361 53.069 9.591 -0.001 -0.014 0.001
Si 4.069 50.381 9.579 -0.011 -0.013 0
Si 1.387 58.551 9.609 -0.006 0.001 0.007
Si 4.109 55.809 9.593 0.017 0.007 0.002
Si 1.409 64.01 9.592 -0.015 0.009 -0.009
Si 4.111 61.298 9.595 0.008 0.008 -0.004
Si 6.864 4.077 9.617 -0.006 0.009 -0.001
Si 9.568 1.393 9.61 0.005 -0.001 -0.005
Si 6.874 9.502 9.63 -0.012 -0.012 0
Si 9.582 6.791 9.636 0.009 0.001 -0.004
Si 6.868 14.979 9.572 0.016 -0.015 -0.004
Si 9.607 12.24 9.602 0.004 -0.009 0.007
Si 6.839 20.422 9.479 -0.006 0.008 0.01
Si 9.575 17.708 9.527 -0.01 0.02 0.008
Si 6.797 25.828 9.369 -0.016 -0.01 0.001
Si 9.534 23.106 9.398 0.011 0.004 0.006
Si 6.759 31.273 9.382 0.012 -0.002 0.005
Si 9.492 28.557 9.361 -0.003 0.017 0.002
Si 6.75 36.739 9.449 -0.01 -0.009 0.006
Si 9.476 34.002 9.41 -0.001 0.001 0.001
Si 6.732 42.206 9.502 0.005 0.005 -0.002
Si 9.476 39.477 9.473 0.003 -0.004 0.006
Si 6.773 47.656 9.554 -0.011 0.006 -0.004
Si 9.469 44.927 9.547 -0.006 -0.019 -0.005
Si 6.8 53.087 9.575 0 -0.003 -0.002
Si 9.506 50.361 9.551 -0.004 -0.009 -0.007
Si 6.838 58.563 9.61 0.009 0.011 -0.004
Si 9.524 55.826 9.592 -0.001 0.012 -0.001
Si 6.833 64.021 9.63 0 -0.011 -0.008
Si 9.535 61.297 9.662 -0.001 -0.013 0.002
Si 12.312 4.078 9.62 0.018 0.012 0
Si 15.039 1.39 9.625 0.003 -0.004 -0.003
Si 12.319 9.519 9.624 -0.011 0.019 0.001
Si 15.057 6.781 9.644 -0.018 0.015 0.006
Si 12.303 14.964 9.572 -0.005 -0.006 0.003
Si 15.027 12.249 9.62 0.002 -0.005 0.006
Si 12.272 20.386 9.432 -0.005 0.013 0.003
Si 14.989 17.667 9.499 0.015 -0.002 0.006
Si 12.225 25.818 9.379 0.007 0.001 0.009
Si 14.969 23.096 9.399 -0.006 -0.007 0.003
Si 12.198 31.279 9.366 0.01 -0.004 0.004
Si 14.914 28.549 9.373 -0.012 0.013 0.011
Si 12.184 36.74 9.422 -0.01 0.011 -0.001
Si 14.902 34.015 9.367 0.006 0 -0.007
Si 12.186 42.203 9.514 0.004 -0.022 0.007
Si 14.899 39.479 9.462 0.008 -0.022 0.003
Si 12.2 47.64 9.549 -0.018 -0.012 -0.004
Si 14.883 44.927 9.509 -0.013 0.016 -0.006
Si 12.245 53.089 9.57 0.018 -0.007 -0.002
Si 14.948 50.344 9.563 0.004 0 0.003
Si 12.241 58.561 9.625 -0.012 -0.003 0.002
Si 14.979 55.822 9.607 0.013 -0.009 0.004
Si 12.288 64.008 9.628 0.001 -0.01 0.005
Si 14.979 61.291 9.611 -0.009 0.007 0.002
Si 0.06 0.027 10.97 -0.01 -0.001 -0.001
Si 2.794 2.71 11.039 0.013 -0.015 0.011
Si 0.088 5.427 11.021 0.027 -0.019 0.004
Si 2.792 8.138 11.006 0.001 -0.002 -0.005
Si 0.051 10.879 10.97 -0.001 0.011 -0.007
Si 2.746 13.618 10.94 -0.015 -0.019 -0.005
Si 0.015 16.328 10.899 0.001 -0.018 -0.005
Si 2.733 19.053 10.86 -0.008 0.005 0.001
Si 0.004 21.746 10.794 0.014 -0.006 -0.002
Si 2.715 24.476 10.749 0 -0.009 -0.012
Si -0.042 27.189 10.733 -0.005 -0.003 -0.003
Si 2.672 29.911 10.722 0.003 0.002 0.001
Si -0.074 32.641 10.718 0.004 0.013 -0.005
Si 2.66 35.381 10.754 0.008 0.004 0.002
Si -0.069 38.103 10.788 -0.009 0.016 -0.001
Si 2.659 40.846 10.82 0.001 -0.007 0.007
Si -0.081 43.552 10.843 0.017 -0.003 0.001
Si 2.694 46.298 10.875 0.003 -0.017 -0.004
Si -0.03 48.993 10.931 0.003 0.004 0.015
Si 2.716 51.715 10.955 0.003 0.012 0.012
Si 0.008 54.436 10.933 0.001 -0.004 0.001
Si 2.763 57.183 10.941 0.001 0.001 0.001
Si 0.016 59.92 10.949 -0.006 0 -0.012
Si 2.749 62.65 10.969 -0.006 0 0.004
Si 5.474 0.031 11.029 0.003 -0.011 0.007
Si 8.202 2.729 11.003 -0.008 0 0.001
Si 5.517 5.42 11.005 0.006 -0.001 0
Si 8.222 8.147 11.002 0.005 0.004 -0.001
Si 5.502 10.873 10.982 0.001 -0.013 -0.004
Si 8.224 13.613 10.941 0.001 -0.002 -0.001
Si 5.475 16.348 10.906 -0.019 0.013 -0.007
Si 8.189 19.063 10.872 -0.001 0.011 0
Si 5.454 21.773 10.827 -0.002 0.009 0.01
Si 8.157 24.476 10.752 -0.003 -0.006 -0.009
Si 5.41 27.187 10.721 0.009 0.003 -0.01
Si 8.124 29.912 10.739 -0.022 0 0.003
Si 5.409 32.646 10.756 -0.005 -0.009 0.003
Si 8.123 35.367 10.788 0.01 -0.004 -0.007
Si 5.39 38.114 10.801 0.005 0.005 0.006
Si 8.131 40.853 10.835 -0.002 -0.009 -0.012
Si 5.402 43.583 10.868 -0.013 -0.005 -0.003
Si 8.143 46.301 10.916 -0.009 0.021 -0.001
Si 5.451 49.025 10.923 0.009 0.011 0.007
Si 8.184 51.733 10.925 0.005 -0.001 0.001
Si 5.459 54.445 10.948 -0.024 0.002 -0.001
Si 8.183 57.186 10.956 -0.004 0.002 -0.004
Si 5.479 59.942 10.942 0.004 -0.011 -0.011
Si 8.163 62.663 11.017 -0.001 -0.001 0.008
Si 10.911 0.031 10.98 0.014 -0.01 0
Si 13.666 2.732 10.993 -0.016 -0.01 0.007
Si 10.934 5.426 10.985 -0.019 0.015 -0.008
Si 13.665 8.142 10.981 0.002 0.014 -0.006
Si 10.952 10.88 10.978 0.011 -0.004 0.001
Si 13.654 13.615 10.96 0.011 -0.001 0.003
Si 10.919 16.331 10.907 -0.001 -0.009 -0.008
Si 13.621 19.037 10.842 -0.006 -0.007 0
Si 10.896 21.755 10.781 -0.004 0.003 -0.008
Si 13.592 24.462 10.756 0.001 0.001 -0.008
Si 10.852 27.195 10.733 -0.003 -0.011 -0.009
Si 13.546 29.914 10.735 -0.001 0.003 0.004
Si 10.832 32.627 10.754 -0.004 -0.001 -0.001
Si 13.543 35.361 10.757 -0.002 0.002 -0.005
Si 10.84 38.1 10.806 0.002 -0.004 -0.008
Si 13.541 40.818 10.848 0.009 0.007 0.006
Si 10.84 43.563 10.894 -0.002 0.014 0.001
Si 13.555 46.275 10.91 -0.008 0.001 0.006
Si 10.86 48.996 10.918 0.027 0.007 -0.004
Si 13.597 51.707 10.913 0.005 -0.008 -0.007
Si 10.896 54.45 10.931 -0.006 -0.012 -0.007
Si 13.616 57.185 10.963 0.002 0.001 -0.004
Si 10.881 59.911 10.995 -0.007 0.021 0.002
Si 13.634 62.645 10.987 0.004 -0.004 0.006
Si 1.404 1.344 12.381 -0.005 -0.008 -0.008
Si 4.165 4.075 12.388 0.012 0.001 -0.007
Si 1.445 6.789 12.392 0.017 0.029 0.012
Si 4.134 9.524 12.354 -0.009 0.008 0
Si 1.389 12.277 12.313 0.009 -0.006 0.011
Si 4.102 15 12.284 0.002 -0.009 0.001
Si 1.378 17.695 12.244 0.008 -0.002 -0.009
Si 4.106 20.408 12.21 -0.006 0.001 -0.001
Si 1.375 23.12 12.134 0.017 0.017 -0.007
Si 4.065 25.843 12.12 0.002 -0.007 0.001
Si 1.315 28.555 12.099 0.003 -0.003 0.006
Si 4.036 31.271 12.086 0.012 0.013 0.01
Si 1.274 34.005 12.077 -0.015 -0.017 -0.005
Si 4.023 36.73 12.131 -0.019 -0.013 -0.001
Si 1.291 39.468 12.142 -0.001 -0.001 -0.007
Si 4.039 42.196 12.18 -0.01 -0.009 0.001
Si 1.316 44.908 12.167 0.011 0.018 -0.018
Si 4.095 47.634 12.243 -0.012 0.004 -0.007
Si 1.351 50.338 12.294 -0.008 -0.013 0.003
Si 4.106 53.073 12.29 0.008 -0.01 -0.003
Si 1.41 55.782 12.257 -0.004 0.012 -0.005
Si 4.141 58.559 12.275 0.005 0.022 -0.011
Si 1.379 61.279 12.306 -0.027 -0.013 -0.002
Si 4.082 63.999 12.381 -0.001 0.002 -0.004
Si 6.824 1.405 12.401 0.002 0.006 0
Si 9.559 4.093 12.364 0.02 0.011 -0.014
Si 6.868 6.78 12.367 -0.004 0.001 -0.003
Si 9.584 9.522 12.338 -0.005 0.002 0.001
Si 6.858 12.266 12.32 0.007 0.014 0
Si 9.566 14.984 12.304 0.006 -0.004 0.002
Si 6.834 17.711 12.265 0.022 0 0.001
Si 9.559 20.432 12.208 0.01 0.016 0.007
Si 6.813 23.152 12.17 -0.003 0.008 0.01
Si 9.5 25.846 12.117 0.003 0.005 0.002
Si 6.759 28.546 12.091 -0.011 -0.013 -0.003
Si 9.46 31.28 12.124 0.01 -0.01 0.004
Si 6.769 34 12.144 0.01 0.016 -0.001
Si 9.483 36.735 12.151 -0.004 0.013 -0.004
Si 6.774 39.477 12.155 0.018 0.017 -0.001
Si 9.49 42.191 12.245 -0.018 -0.004 0.001
Si 6.782 44.93 12.248 0 -0.019 -0.007
Si 9.53 47.627 12.3 -0.013 -0.001 0.008
Si 6.849 50.36 12.287 -0.014 0.002 -0.002
Si 9.563 53.075 12.296 -0.001 0.003 -0.004
Si 6.842 55.802 12.294 0.003 -0.014 -0.005
Si 9.508 58.542 12.34 0.006 -0.022 0.009
Si 6.781 61.294 12.364 -0.009 0.003 0.004
Si 9.522 64.042 12.364 0.009 0.006 0
Si 12.273 1.385 12.339 0.001 0.005 -0.002
Si 15.047 4.056 12.374 -0.014 0.021 0.005
Si 12.285 6.785 12.341 -0.016 -0.009 -0.008
Si 15.013 9.52 12.323 0 0.006 -0.001
Si 12.296 12.258 12.329 -0.01 0.009 0.008
Si 15.008 14.99 12.305 0.01 0.01 0.004
Si 12.283 17.689 12.255 -0.01 -0.004 0.006
Si 14.992 20.392 12.197 0.006 0.001 0.009
Si 12.242 23.112 12.151 -0.012 -0.016 0.009
Si 14.931 25.842 12.116 -0.003 -0.011 0.012
Si 12.181 28.57 12.113 0.008 0.022 0.002
Si 14.9 31.282 12.092 -0.01 0.005 0.001
Si 12.187 33.992 12.114 0.001 -0.001 -0.001
Si 14.88 36.741 12.123 0.024 0.003 -0.004
Si 12.179 39.449 12.203 -0.016 -0.017 0.005
Si 14.899 42.177 12.205 -0.009 -0.014 0.001
Si 12.202 44.91 12.275 -0.002 -0.004 0.001
Si 14.924 47.632 12.276 0.002 -0.013 0.007
Si 12.238 50.346 12.269 -0.011 -0.002 -0.001
Si 14.971 53.056 12.262 -0.01 -0.016 -0.004
Si 12.252 55.798 12.303 0.002 -0.009 -0.002
Si 14.991 58.553 12.299 0.01 0.012 -0.004
Si 12.239 61.291 12.322 0.012 -0.022 -0.008
Si 15.018 64.013 12.318 0.007 0.01 -0.023

Results
total energy: -383149.869 eV
total energy less fixed offsets of O -438.25, Si -107.07 eV per atom: 16.771 eV
